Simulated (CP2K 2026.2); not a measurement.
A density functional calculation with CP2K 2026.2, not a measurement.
Periodic cell of 2016 atoms, Si1440O576, from a study of silicon, its oxide and their interface. The atomic structure is a simulated model.
Doubt: the forces sum to 6.73 eV/angstrom along one axis rather than to zero, so they err by at least 0.0033 eV/angstrom per atom on average; the grid cutoff is modest.

Settings: functional PBE; method Gaussian and plane waves; basis set DZVP-MOLOPT-SR-GTH; pseudopotentials GTH-PBE; grid cutoff 350 Ry, relative cutoff 50 Ry; k points Gamma only; occupations fixed; spin none; net charge 0.

Cell vectors (angstrom)
a 65.28 0 0
b 0 16.32 0
c -2.0569 1.7335 33.3757

Atoms and the computed forces on them: element, x, y, z (angstrom), force x, y, z (eV/angstrom)
Si 0.683 15.573 0.135 -0.004 -0.083 0.705
Si 3.66 1.573 0.027 0.128 0.049 0.669
Si -0.656 5.473 33.085 -0.212 0.257 0.661
Si 1.829 8.432 32.916 0.015 0.066 0.753
Si 1.015 10.006 0.013 0.037 -0.349 0.736
Si 1.918 13.826 33.222 -0.022 0.217 0.637
Si 4.939 16.478 33.273 -0.17 0.097 0.711
Si 9.358 1.401 0.106 0.237 -0.155 0.682
Si 5.094 5.434 33.366 -0.24 0.269 0.713
Si 7.59 8.82 33.258 -0.109 -0.269 0.72
Si 4.187 11.6 33.099 0.253 -0.178 0.719
Si 7.169 14.213 33.145 0.12 -0.235 0.613
Si 10.378 16.338 33.304 -0.139 0.187 0.765
Si 12.667 3.246 33.33 0.205 -0.084 0.681
Si 10.564 5.597 33.336 -0.323 0.154 0.761
Si 14.991 6.8 0.533 0.08 -0.091 0.434
Si 12.732 9.056 0.075 -0.255 0.306 0.575
Si 12.627 14.116 33.292 0.23 -0.102 0.71
Si 15.979 16.287 33.254 -0.3 0.484 0.605
Si 18.898 2.899 33.125 -0.402 0.165 0.688
Si 15.099 6.435 33.176 0.178 -0.248 0.706
Si 20.084 7.081 0.153 0.154 -0.039 0.676
Si 17.911 9.265 0.198 -0.049 0.082 0.703
Si 20.32 12.333 0.281 0.267 -0.106 0.668
Si 23.217 15.283 0.083 0.007 -0.322 0.683
Si 25.944 1.532 0.309 0.185 -0.23 0.582
Si 23.63 3.731 0.163 -0.264 0.306 0.627
Si 26.477 6.128 0.058 -0.049 0.229 0.724
Si 21.386 11.385 33.353 -0.331 0.085 0.646
Si 26.184 12.15 0.213 -0.293 0.112 0.699
Si 28.649 14.756 0.665 -0.378 0.533 0.352
Si 30.82 1.772 0.084 0.08 0.028 0.587
Si 28.736 4.033 0.439 0.042 0.001 0.465
Si 31.536 6.653 0.136 -0.139 0.202 0.679
Si 26.292 11.549 33.362 0.254 -0.287 0.627
Si 31.012 12.799 0.391 0.432 -0.634 0.196
Si 34.373 14.687 0.254 -0.072 0.068 0.722
Si 36.684 1.4 0.077 -0.157 0.175 0.665
Si 33.765 4.419 0.044 0.167 -0.295 0.741
Si 34.95 8.231 33.339 -0.132 0.265 0.766
Si 33.865 9.958 0.054 -0.125 -0.009 0.683
Si 36.552 12.463 0.181 0.181 -0.103 0.704
Si 37.785 16.383 33.339 -0.285 0.239 0.703
Si 42.433 1.107 0.104 -0.171 0.145 0.733
Si 39.223 4.291 0.028 0.135 -0.159 0.706
Si 41.819 7 0.068 0.185 0.003 0.66
Si 37.675 11.087 33.314 -0.226 0.102 0.658
Si 42.119 12.458 0.037 0.114 -0.263 0.668
Si 44.568 15.19 0.268 0.199 0.04 0.763
Si 45.445 3.195 33.31 0.203 -0.173 0.687
Si 45.31 3.713 0.126 -0.105 0.067 0.749
Si 47.416 6.965 0.082 0.225 -0.221 0.683
Si 45.192 9.225 0.13 -0.239 0.183 0.705
Si 47.878 12.021 0.199 -0.166 0.073 0.787
Si 50.659 14.674 0.066 -0.123 0.126 0.745
Si 52.923 1.635 0.07 0.095 -0.285 0.693
Si 48.616 5.587 33.267 -0.331 0.139 0.715
Si 53.131 6.597 0.122 -0.105 0.228 0.684
Si 49.984 9.755 0.135 0.23 -0.042 0.786
Si 52.88 12.5 0.083 0.042 -0.223 0.682
Si 53.872 16.283 33.3 -0.017 0.274 0.713
Si 58.732 1.186 0.141 -0.238 0.058 0.779
Si 55.198 4.291 0.209 0.284 -0.007 0.821
Si 58.161 6.844 0.027 0.158 -0.055 0.579
Si 56.048 9.181 0.017 -0.18 0.057 0.717
Si 56.089 14.007 33.279 0.299 -0.08 0.721
Si 60.909 15.266 0.123 0.134 -0.268 0.774
Si 63.779 1.398 0.422 -0.018 -0.004 0.514
Si 59.714 5.454 33.316 -0.259 0.072 0.693
Si 61.403 8.797 33.326 0.28 -0.114 0.7
Si 59.138 11.011 33.274 -0.193 0.233 0.742
Si 63.92 12.077 0.014 -0.136 0.194 0.68
Si 2.465 0.132 1.406 0.016 -0.018 -0.047
Si 5.37 2.716 1.214 0.01 0.016 -0.009
Si 2.514 5.442 1.004 0.021 -0.039 -0.077
Si 5.259 8.119 0.972 -0.027 0.01 -0.018
Si 2.571 11.02 1.386 0.021 -0.006 -0.039
Si 5.282 13.645 1.098 0.006 0 -0.039
Si 8.102 16.226 1.358 0.006 0.006 -0.033
Si 10.947 2.724 1.209 0.016 0.009 -0.037
Si 8.214 5.526 1.06 0.022 0.007 -0.048
Si 10.976 8.191 1.389 -0.017 0.017 -0.045
Si 7.997 10.892 1.036 0 -0.014 -0.029
Si 10.813 13.51 1.222 0.003 -0.006 -0.055
Si 13.567 16.248 1.23 -0.011 -0.031 -0.046
Si 16.336 2.81 1.1 0.012 0.014 -0.071
Si 13.572 5.323 1.545 -0.032 -0.025 -0.034
Si 16.429 8.192 1.645 0.027 0.016 -0.028
Si 13.628 10.836 1.318 -0.011 0.032 -0.025
Si 16.336 13.545 1.178 -0.048 -0.01 -0.05
Si 19.156 0.058 0.978 0.026 -0.011 -0.072
Si 21.848 2.723 1.295 0.011 -0.013 -0.066
Si 18.888 5.486 1.323 -0.025 -0.049 -0.059
Si 21.835 8.285 1.208 0.055 -0.001 -0.051
Si 19.075 10.82 1.515 -0.004 -0.011 -0.031
Si 21.983 13.627 1.309 0.008 0 -0.06
Si 24.642 16.35 1.568 0.006 -0.013 -0.044
Si 27.333 2.727 1.728 0.01 -0.014 -0.041
Si 24.702 5.365 1.433 0.011 0.051 -0.053
Si 27.329 8.059 1.232 -0.041 0.04 -0.024
Si 24.589 10.98 1.471 0.036 -0.021 -0.043
Si 27.081 13.571 1.804 -0.004 -0.053 -0.072
Si 29.874 0.218 1.566 0.031 -0.043 -0.039
Si 32.608 2.772 1.305 0.025 -0.002 -0.05
Si 30.085 5.51 1.583 0.025 0.006 -0.042
Si 32.646 8.345 1.338 0.019 -0.017 -0.068
Si 29.959 10.878 1.353 -0.017 0.079 -0.063
Si 32.787 13.666 1.602 -0.03 0.059 -0.031
Si 35.427 16.346 1.473 -0.015 0.024 -0.038
Si 37.997 2.825 1.393 0.013 -0.009 -0.034
Si 35.4 5.483 1.36 0.002 0.001 -0.011
Si 38.111 8.175 1.24 0.002 -0.004 -0.029
Si 35.355 10.983 1.523 -0.011 0.017 -0.056
Si 38.201 13.624 1.34 0.006 0.017 -0.018
Si 40.815 16.29 1.363 -0.007 0.007 -0.027
Si 43.602 2.689 1.37 0.009 -0.017 -0.06
Si 40.74 5.441 1.413 -0.018 -0.005 -0.049
Si 43.519 8.091 1.328 -0.021 -0.004 -0.04
Si 40.913 10.857 1.306 0.007 0.042 -0.049
Si 43.476 13.612 1.553 -0.006 0.012 -0.058
Si 46.306 16.31 1.351 -0.033 0.026 -0.028
Si 49.05 2.697 1.218 0.016 -0.005 -0.057
Si 46.345 5.359 1.421 -0.009 0.004 -0.055
Si 48.918 8.149 1.443 -0.008 0.012 -0.07
Si 46.252 10.864 1.432 0.016 0.007 -0.059
Si 49.076 13.578 1.438 0.016 0.004 -0.055
Si 51.792 16.292 1.31 0.012 0.004 -0.035
Si 54.247 2.746 1.628 -0.018 -0.002 -0.036
Si 51.618 5.401 1.408 0.012 -0.022 -0.062
Si 54.384 8.152 1.328 -0.014 0 -0.036
Si 51.675 10.889 1.325 0.009 0.008 -0.055
Si 54.423 13.583 1.442 -0.008 -0.019 -0.055
Si 57.014 16.288 1.198 0 -0.005 -0.055
Si 59.951 2.789 1.283 0.014 0.033 -0.048
Si 56.975 5.356 1.341 -0.023 -0.016 -0.054
Si 59.732 8.072 1.292 0.001 -0.009 -0.049
Si 57.095 10.786 1.374 -0.013 0.006 -0.045
Si 59.743 13.526 1.195 -0.039 0.032 -0.071
Si 62.381 16.325 1.594 -0.016 -0.021 -0.07
Si -0.011 2.825 1.422 0.034 0.026 -0.065
Si 62.548 5.429 1.387 -0.012 0.029 -0.056
Si 65.171 8.219 1.098 0.003 0.022 -0.061
Si 62.367 10.853 1.251 0.002 -0.023 -0.068
Si 65.04 13.732 1.297 0.031 -0.038 -0.055
Si 1.26 1.475 2.836 -0.043 0.005 0.049
Si 3.977 4.164 2.473 -0.037 0.018 0.008
Si 1.24 6.824 2.467 0.01 0.006 0
Si 3.969 9.482 2.507 0.013 -0.009 0.002
Si 1.21 12.414 2.664 -0.019 0.019 0.025
Si 3.947 14.999 2.538 0.013 -0.006 0.002
Si 6.687 1.328 2.61 -0.011 -0.005 0.014
Si 9.533 4.138 2.512 0.002 0.021 0.026
Si 6.729 6.849 2.393 0.006 0.003 -0.013
Si 9.437 9.601 2.495 -0.002 0.055 0.021
Si 6.683 12.265 2.484 0 -0.002 0.023
Si 9.518 14.9 2.645 0.014 -0.001 0.003
Si 12.234 1.318 2.606 -0.008 -0.002 0.012
Si 15.029 3.973 2.731 0.037 -0.005 0.038
Si 12.206 6.765 2.778 -0.008 -0.008 0.006
Si 14.984 9.598 2.79 -0.006 0.011 0.022
Si 12.172 12.17 2.609 0.011 0.006 0.027
Si 15.004 14.942 2.56 0.005 -0.009 0.031
Si 17.773 1.412 2.407 -0.019 -0.035 0.013
Si 20.385 4.09 2.557 0.017 0.029 0.022
Si 17.734 6.763 2.9 0.015 -0.009 0.038
Si 20.527 9.501 2.77 0.006 -0.022 0.005
Si 17.64 12.242 2.689 -0.014 0.017 0.022
Si 20.474 15.027 2.537 0.002 0.038 0.02
Si 23.179 1.418 2.786 -0.002 0.016 0.03
Si 25.91 4.091 2.956 -0.015 -0.008 0.051
Si 23.203 6.838 2.571 -0.021 0.019 0.01
Si 25.933 9.431 2.672 0.065 0.017 0.049
Si 23.213 12.305 2.804 -0.037 -0.017 -0.021
Si 25.793 14.985 3.04 -0.026 0.026 0.028
Si 28.599 1.378 3.081 0.021 0.011 0.041
Si 31.4 4.083 2.865 -0.007 -0.034 0.04
Si 28.652 6.883 2.805 -0.039 -0.003 0.002
Si 31.288 9.567 2.785 -0.017 -0.02 -0.021
Si 28.631 12.178 2.888 0.05 -0.019 0.026
Si 31.342 15.097 2.836 -0.059 -0.002 0.003
Si 33.976 1.398 2.719 -0.02 0.034 0.01
Si 36.684 4.139 2.802 -0.014 0.004 0.022
Si 34.056 6.924 2.679 -0.004 0.007 0.022
Si 36.759 9.502 2.687 0.015 -0.007 0.008
Si 34.035 12.259 2.953 0.036 -0.009 0.015
Si 36.841 14.977 2.766 -0.001 -0.026 0.017
Si 39.414 1.378 2.661 0.007 -0.004 0.013
Si 42.191 4.072 2.681 0.004 -0.012 -0.003
Si 39.401 6.834 2.745 -0.006 0.033 0.025
Si 42.225 9.5 2.716 0.001 -0.003 0.02
Si 39.505 12.198 2.694 -0.01 -0.011 0.008
Si 42.098 14.967 2.851 0.009 0.031 0.037
Si 44.946 1.339 2.762 -0.007 -0.022 0.042
Si 47.741 4.027 2.72 -0.002 -0.028 0.012
Si 44.875 6.714 2.706 0.004 0.007 -0.001
Si 47.575 9.497 2.82 0 0.008 0.049
Si 44.894 12.223 2.781 0.018 -0.017 0.012
Si 47.636 14.932 2.713 0 0.004 0.004
Si 50.351 1.317 2.646 0 0.02 0.001
Si 52.901 4.108 2.906 -0.026 0.019 0.023
Si 50.296 6.785 2.748 0.007 0.02 0.015
Si 53.03 9.518 2.675 0 0.004 0.02
Si 50.391 12.214 2.8 -0.012 -0.015 0.039
Si 53.112 14.998 2.764 -0.01 -0.008 0.015
Si 55.75 1.319 2.698 0.027 -0.041 0
Si 58.47 4.072 2.624 0.01 -0.028 0.018
Si 55.692 6.771 2.734 -0.012 -0.013 0.025
Si 58.475 9.474 2.72 0.008 -0.021 -0.004
Si 55.73 12.145 2.742 0.015 0.004 0.002
Si 58.395 14.931 2.606 0 0 0.027
Si 61.103 1.462 2.841 -0.008 -0.001 0.041
Si 63.931 4.181 2.767 0.011 -0.016 0.013
Si 61.095 6.744 2.681 -0.004 0.016 0.016
Si 63.809 9.519 2.573 0.007 -0.001 0.052
Si 61.085 12.236 2.639 0.003 0.026 -0.011
Si 63.773 14.95 2.824 0.009 0.001 0.039
Si -0.109 16.365 4.103 0.02 0.004 -0.015
Si 2.706 2.848 4.016 0.005 0.023 -0.011
Si -0.006 5.556 4.036 0.03 -0.007 0.03
Si 2.611 8.159 3.881 -0.015 0.007 0.02
Si -0.122 10.923 3.945 0.007 -0.001 -0.034
Si 2.639 13.683 3.997 -0.014 0.013 0.019
Si 5.316 16.322 3.955 0.006 -0.004 0.019
Si 8.114 2.757 3.861 -0.006 0.013 -0.014
Si 5.369 5.513 3.827 -0.002 -0.007 0.005
Si 8.081 8.191 3.829 0.002 -0.016 0.018
Si 5.355 10.872 3.862 0.006 -0.002 -0.028
Si 8.064 13.571 3.924 -0.015 -0.008 -0.001
Si 10.85 16.314 3.971 -0.011 -0.002 0.011
Si 13.604 2.635 4.01 -0.009 0.015 0.009
Si 10.798 5.419 4.032 0.005 -0.023 0.023
Si 13.596 8.169 4.054 0.003 0.004 0.004
Si 10.779 10.881 3.967 -0.014 -0.02 0.013
Si 13.589 13.587 3.916 -0.009 -0.002 -0.023
Si 16.389 16.357 3.854 -0.001 0.032 -0.015
Si 19.069 2.701 3.933 -0.023 0.004 -0.009
Si 16.316 5.382 4.121 -0.006 -0.008 0.001
Si 19.152 8.151 4.133 -0.009 0.005 0.015
Si 16.331 10.938 4.123 -0.003 -0.005 0.032
Si 19.085 13.653 3.932 0.021 -0.013 -0.003
Si 21.781 16.322 4.043 0.018 -0.035 -0.023
Si 24.509 2.724 4.213 -0.008 -0.022 0.033
Si 21.796 5.456 3.93 0.019 0.01 -0.008
Si 24.526 8.143 4.045 -0.002 0.016 0.012
Si 21.83 10.911 4.107 0.012 -0.012 0.001
Si 24.466 13.585 4.292 -0.007 -0.023 0.046
Si 27.228 16.303 4.335 0.001 0.003 -0.03
Si 30.024 2.775 4.28 0.014 0.033 -0.017
Si 27.297 5.506 4.19 0.004 0.009 -0.014
Si 29.978 8.208 4.189 0.01 0.002 0.018
Si 27.251 10.781 4.15 -0.075 -0.014 -0.054
Si 29.995 13.63 4.173 0.013 0.01 0.016
Si 32.701 16.396 4.202 0.019 0.019 -0.031
Si 35.346 2.737 4.117 0.001 -0.022 -0.002
Si 32.759 5.509 4.125 -0.014 0.019 -0.034
Si 35.413 8.188 4.111 0.002 -0.002 0.005
Si 32.644 10.878 4.209 -0.001 0.007 0.002
Si 35.459 13.647 4.175 0.004 0.03 -0.015
Si 38.137 16.352 4.128 0.014 -0.001 0
Si 40.815 2.709 4.034 -0.025 -0.002 0.009
Si 38.072 5.48 4.136 0.001 0.018 -0.01
Si 40.822 8.167 4.079 0.003 -0.008 -0.017
Si 38.121 10.863 4.063 0.012 0.01 0.013
Si 40.773 13.563 4.151 -0.013 0.006 -0.009
Si 43.547 16.317 4.122 0.017 -0.003 -0.014
Si 46.311 2.712 4.087 -0.011 0.01 -0.012
Si 43.524 5.402 4.093 0.011 0.012 0.016
Si 46.2 8.105 4.107 -0.008 0.006 -0.011
Si 43.537 10.855 4.122 -0.022 -0.007 -0.003
Si 46.275 13.588 4.098 0 0.006 0.003
Si 48.984 16.311 4.057 0.021 0.015 -0.014
Si 51.593 2.665 4.152 -0.012 0.003 0.002
Si 48.987 5.415 4.131 -0.011 -0.021 0.004
Si 51.688 8.153 4.064 0.01 -0.011 -0.01
Si 48.98 10.865 4.13 0.011 -0.017 -0.019
Si 51.734 13.614 4.11 0.001 -0.003 -0.014
Si 54.431 16.334 4.133 -0.018 0.019 0.01
Si 57.133 2.696 4.016 -0.001 0.009 0.004
Si 54.356 5.457 4.148 0.011 -0.015 -0.011
Si 57.077 8.136 4.07 0.002 0.002 -0.026
Si 54.359 10.838 4.101 -0.002 0.008 0.012
Si 57.094 13.573 4.042 0.008 0.03 -0.027
Si 59.72 16.317 4.051 -0.015 -0.016 -0.034
Si 62.546 2.793 4.104 -0.002 0.002 -0.006
Si 59.751 5.432 4.063 -0.001 0.011 0.004
Si 62.488 8.16 3.984 0.02 -0.02 -0.03
Si 59.798 10.875 4.055 0.006 -0.029 0.015
Si 62.419 13.558 4.087 -0.009 -0.001 0.012
Si 1.302 15.041 16.28 0.003 -0.014 -0.009
Si 4.037 1.463 16.252 0.015 0 0.009
Si 1.36 4.16 16.272 -0.005 -0.005 0.001
Si 4.057 6.876 16.298 0.008 -0.016 0.005
Si 1.323 9.552 16.368 0.001 -0.022 0.007
Si 4.006 12.317 16.191 -0.016 -0.009 -0.004
Si 6.754 15.047 16.122 0.02 -0.012 -0.021
Si 9.484 1.49 16.161 0.012 0.011 -0.001
Si 6.743 4.185 16.257 0.015 -0.001 -0.007
Si 9.428 6.814 16.121 -0.005 -0.008 -0.011
Si 6.743 9.57 16.131 -0.005 -0.007 -0.009
Si 9.465 12.333 16.095 0 0 -0.028
Si 12.195 15.068 16.104 0.016 0 -0.004
Si 14.89 1.37 16.238 -0.002 -0.006 -0.004
Si 12.183 4.069 16.165 0.003 -0.011 -0.006
Si 14.919 6.801 16.118 0.002 0.016 -0.019
Si 12.188 9.577 16.063 -0.003 -0.001 -0.026
Si 14.909 12.302 16.06 0.013 0 -0.012
Si 17.599 15.003 16.219 0.001 0.001 -0.017
Si 20.346 1.348 16.242 -0.002 0.004 -0.009
Si 17.619 4.087 16.218 0.001 0.016 -0.006
Si 20.36 6.744 16.271 -0.01 -0.009 -0.008
Si 17.659 9.51 16.136 -0.002 0.005 -0.014
Si 20.348 12.229 16.248 -0.004 0.007 -0.008
Si 23.101 14.925 16.333 -0.001 0.014 0
Si 25.788 1.304 16.359 -0.014 -0.003 -0.011
Si 23.08 4.034 16.337 0.002 0 -0.008
Si 25.832 6.729 16.371 -0.012 0.019 -0.006
Si 23.081 9.498 16.28 -0.009 0.024 -0.015
Si 25.817 12.207 16.379 0.001 -0.005 0.001
Si 28.546 14.95 16.382 -0.015 -0.006 -0.004
Si 31.259 1.336 16.394 -0.006 -0.02 -0.003
Si 28.556 4.016 16.408 -0.003 -0.011 0.003
Si 31.295 6.742 16.369 0.011 0.015 -0.009
Si 28.507 9.436 16.384 0.027 -0.014 -0.008
Si 31.268 12.183 16.366 -0.009 -0.009 -0.017
Si 34.012 14.939 16.342 -0.002 0.004 -0.025
Si 36.797 1.348 16.438 -0.001 0.012 0.006
Si 34.066 4.065 16.368 -0.011 0.004 -0.013
Si 36.804 6.768 16.36 0.004 -0.002 -0.017
Si 34 9.462 16.379 -0.007 -0.005 -0.009
Si 36.789 12.207 16.367 -0.003 0.009 -0.011
Si 39.517 14.974 16.414 -0.005 0.006 -0.001
Si 42.225 1.331 16.414 -0.003 0.004 -0.002
Si 39.51 4.031 16.428 -0.01 0.018 -0.001
Si 42.187 6.752 16.386 -0.009 0.005 -0.006
Si 39.515 9.514 16.383 -0.011 0.004 -0.006
Si 42.238 12.248 16.42 0 0.001 0.008
Si 44.923 14.954 16.417 0.005 -0.011 0.003
Si 47.619 1.314 16.364 -0.012 -0.012 0.005
Si 44.906 4.022 16.354 -0.013 0.003 -0.005
Si 47.62 6.761 16.286 0.003 -0.013 -0.007
Si 44.922 9.501 16.314 0.027 -0.009 -0.01
Si 47.638 12.26 16.31 0.006 -0.001 -0.007
Si 50.34 14.943 16.286 0.01 -0.008 -0.013
Si 53.057 1.338 16.288 -0.013 0 -0.005
Si 50.327 4.06 16.261 -0.012 -0.005 -0.009
Si 53.072 6.792 16.263 -0.001 -0.003 -0.008
Si 50.382 9.526 16.265 0.012 -0.001 -0.006
Si 53.069 12.233 16.278 -0.003 0.007 -0.009
Si 55.791 14.961 16.327 0.009 0 -0.01
Si 58.497 1.376 16.316 0.004 -0.002 -0.003
Si 55.793 4.096 16.31 0.002 0.012 0
Si 58.499 6.795 16.344 -0.014 0.007 -0.009
Si 55.802 9.569 16.287 0.003 0.009 -0.006
Si 58.519 12.276 16.398 -0.013 0.022 0.002
Si 61.186 15.01 16.362 -0.007 -0.007 0
Si 63.893 1.439 16.367 0.008 -0.009 0.011
Si 61.216 4.131 16.426 -0.001 0.019 0.023
Si 63.888 6.889 16.368 0.004 -0.013 0.005
Si 61.185 9.561 16.386 0.003 -0.004 0.008
Si 63.906 12.295 16.337 0.01 -0.007 -0.003
Si 2.676 16.413 17.607 -0.033 -0.002 -0.005
Si 5.375 2.845 17.631 -0.015 -0.006 0.019
Si 2.667 5.538 17.669 -0.002 0.003 0.004
Si 5.485 8.236 17.605 0.007 0.012 -0.003
Si 2.727 10.958 17.632 0.018 0.009 0.017
Si 5.365 13.73 17.471 0.003 0.021 -0.01
Si 8.108 16.436 17.438 -0.025 0 -0.01
Si 10.832 2.787 17.619 -0.01 0.003 0.023
Si 8.121 5.539 17.628 -0.005 0.037 0.001
Si 10.797 8.218 17.359 -0.011 -0.005 -0.004
Si 8.073 10.989 17.412 0.004 0.003 0.014
Si 10.84 13.715 17.407 -0.017 0.003 0.004
Si 13.485 16.359 17.602 -0.012 -0.016 0.012
Si 16.261 2.738 17.578 0.005 -0.009 0.016
Si 13.564 5.437 17.455 0.017 0.005 -0.001
Si 16.325 8.118 17.45 0.008 -0.02 -0.006
Si 13.583 10.929 17.376 -0.004 0.008 0.029
Si 16.139 13.684 17.498 -0.017 0.011 -0.003
Si 18.987 16.324 17.595 -0.007 -0.001 0.011
Si 21.67 2.673 17.654 0.019 -0.008 -0.007
Si 18.97 5.395 17.634 0.008 -0.001 0.002
Si 21.728 8.115 17.601 0.008 -0.017 0.022
Si 18.939 10.875 17.546 -0.007 -0.024 0.026
Si 21.721 13.541 17.642 -0.005 -0.011 -0.006
Si 24.425 16.282 17.748 0.011 -0.013 0.006
Si 27.166 2.62 17.729 0.016 -0.007 -0.014
Si 24.472 5.353 17.713 0.001 -0.004 -0.01
Si 27.174 8.048 17.794 0.005 -0.022 0.011
Si 24.429 10.81 17.693 0.008 -0.009 -0.004
Si 27.179 13.595 17.734 -0.005 0.001 0.007
Si 29.88 16.308 17.787 0.011 0.03 -0.003
Si 32.66 2.721 17.682 0.017 0.011 -0.022
Si 29.918 5.412 17.747 0.007 0.002 0.014
Si 32.691 8.032 17.751 0.008 -0.012 -0.002
Si 29.888 10.794 17.695 -0.003 0.017 -0.01
Si 32.623 13.59 17.677 -0.004 0.005 -0.011
Si 35.373 16.28 17.706 -0.018 -0.027 -0.01
Si 38.18 2.689 17.847 -0.01 -0.018 -0.012
Si 35.468 5.404 17.724 0.011 0.019 -0.034
Si 38.161 8.131 17.713 0.006 0.003 0.007
Si 35.381 10.847 17.675 0.005 -0.015 -0.01
Si 38.155 13.581 17.72 -0.003 0 0.007
Si 40.889 16.316 17.817 0.019 -0.014 0.004
Si 43.6 2.663 17.786 -0.01 0.003 -0.005
Si 40.899 5.347 17.801 0.022 -0.009 0.017
Si 43.549 8.163 17.676 -0.021 -0.009 -0.016
Si 40.896 10.854 17.76 0.003 -0.014 -0.02
Si 43.577 13.62 17.824 -0.011 0.011 0.039
Si 46.299 16.283 17.803 0.018 0.006 -0.006
Si 49.019 2.688 17.648 0.035 0.022 0.015
Si 46.259 5.407 17.659 0.015 0.008 0.018
Si 49.062 8.097 17.56 0.011 -0.002 -0.016
Si 46.286 10.884 17.63 -0.016 -0.005 0.02
Si 48.994 13.619 17.68 0.016 -0.008 0.003
Si 51.725 16.258 17.633 0 0.003 0.006
Si 54.397 2.734 17.613 0.012 -0.023 0.005
Si 51.677 5.434 17.588 0.013 0.024 0.001
Si 54.432 8.188 17.57 -0.01 -0.013 -0.006
Si 51.703 10.908 17.648 -0.015 -0.017 0.023
Si 54.432 13.564 17.646 -0.009 0.014 -0.006
Si 57.141 16.347 17.676 0.005 -0.021 0.008
Si 59.821 2.713 17.727 -0.017 -0.021 -0.019
Si 57.162 5.417 17.711 -0.007 -0.002 0.029
Si 59.818 8.162 17.73 -0.015 -0.019 -0.004
Si 57.152 10.881 17.723 0.011 -0.037 -0.003
Si 59.852 13.676 17.786 -0.012 -0.008 0.024
Si 62.499 16.401 17.735 -0.002 0.023 -0.028
Si 0.035 2.82 17.665 -0.013 0.008 0.016
Si 62.566 5.557 17.792 0 0.004 0.021
Si -0.063 8.218 17.801 0.002 0.014 -0.016
Si 62.554 10.951 17.727 -0.009 0.012 0
Si -0.056 13.71 17.683 -0.001 0.011 0.009
Si 1.368 1.44 19.03 0.005 -0.006 -0.015
Si 4.039 4.237 19.05 0.022 -0.004 -0.011
Si 1.33 6.834 19.138 -0.022 -0.014 -0.011
Si 4.183 9.629 18.959 -0.004 0.026 -0.045
Si 1.339 12.329 18.961 0.018 -0.001 -0.039
Si 4.077 15.071 18.91 -0.002 -0.012 -0.015
Si 6.785 1.425 18.864 -0.003 -0.016 -0.032
Si 9.488 4.184 18.99 0.013 -0.004 -0.025
Si 6.866 6.968 19.062 0.008 0.011 -0.012
Si 9.467 9.621 18.672 0.006 -0.028 -0.047
Si 6.709 12.358 18.759 -0.013 -0.018 -0.013
Si 9.507 15.119 18.745 0.024 0.003 -0.031
Si 12.15 1.394 19.02 0.001 -0.01 -0.004
Si 14.892 4.129 18.903 -0.011 -0.002 -0.019
Si 12.138 6.831 18.662 -0.006 -0.017 -0.047
Si 14.954 9.526 18.668 0.017 -0.004 -0.044
Si 12.262 12.362 18.671 0.008 0.029 -0.043
Si 14.778 14.959 18.992 0.001 -0.042 -0.01
Si 17.625 1.373 18.948 0.01 0.037 -0.031
Si 20.283 3.989 19.025 -0.039 0.002 -0.014
Si 17.61 6.805 18.938 -0.005 0.008 -0.027
Si 20.31 9.48 18.878 0.011 0.028 -0.033
Si 17.468 12.284 18.768 0.018 -0.019 -0.036
Si 20.316 14.904 18.937 0.014 0.003 -0.027
Si 22.952 1.289 19.056 -0.003 -0.008 -0.024
Si 25.781 3.915 19.096 -0.023 0.008 -0.008
Si 23.096 6.755 18.993 0.01 0.041 -0.049
Si 25.735 9.406 19.083 -0.039 -0.001 -0.012
Si 23.077 12.186 19.039 -0.022 0.023 -0.01
Si 25.839 14.97 19.135 0.036 0.012 -0.029
Si 28.503 1.337 19.189 -0.03 0.004 0.001
Si 31.384 4.13 19.058 0.035 0.008 0.001
Si 28.497 6.627 19.203 -0.002 -0.022 0.002
Si 31.193 9.33 19.004 -0.035 -0.024 -0.031
Si 28.547 12.189 19.043 0.01 0.006 -0.029
Si 31.269 14.911 19.08 -0.02 -0.004 -0.008
Si 33.985 1.339 19.017 0.004 -0.01 -0.045
Si 36.801 4.092 19.153 0.018 -0.007 -0.006
Si 34.165 6.727 19.132 -0.028 0.025 -0.017
Si 36.724 9.465 19.013 -0.013 -0.005 -0.022
Si 34.001 12.232 18.979 0.047 -0.004 -0.023
Si 36.721 14.891 19.043 -0.032 0.02 -0.059
Si 39.573 1.34 19.237 0.016 0.013 0.011
Si 42.266 3.958 19.221 -0.027 0.015 -0.007
Si 39.561 6.793 19.074 -0.011 0.004 -0.012
Si 42.293 9.518 19.133 -0.008 0.01 -0.012
Si 39.566 12.263 19.079 0.007 0.015 -0.016
Si 42.236 15.013 19.257 0.024 0.001 -0.02
Si 44.964 1.336 19.189 -0.011 0.013 0.014
Si 47.672 4.075 18.978 0.002 -0.008 -0.028
Si 44.853 6.754 18.989 -0.02 -0.031 -0.008
Si 47.743 9.502 18.823 0.006 0.014 -0.024
Si 44.971 12.193 19.088 0.008 0.011 -0.021
Si 47.676 14.902 19.15 -0.005 0.008 0.003
Si 50.382 1.29 18.978 -0.01 0.01 -0.034
Si 52.994 4.068 18.928 -0.013 -0.013 -0.022
Si 50.377 6.779 18.997 -0.007 0.017 -0.016
Si 53.056 9.493 18.935 -0.003 -0.003 -0.033
Si 50.377 12.306 19.029 0.018 -0.003 -0.007
Si 53.076 14.895 19.005 -0.004 -0.019 -0.022
Si 55.73 1.376 18.97 0.001 0.01 -0.016
Si 58.447 3.985 19.131 -0.018 -0.01 -0.003
Si 55.796 6.879 18.936 0.021 0.019 -0.029
Si 58.475 9.496 19.117 -0.023 0.009 -0.018
Si 55.766 12.234 19.046 -0.003 0.008 -0.003
Si 58.453 15.052 19.141 0.008 0.033 -0.013
Si 61.146 1.406 19.169 -0.02 -0.033 0.024
Si 64.059 4.23 19.061 0.03 0.044 -0.018
Si 61.108 6.849 19.193 0.025 -0.013 0.009
Si 63.816 9.591 19.17 0.012 -0.036 0.005
Si 61.269 12.336 19.135 0.003 0.032 -0.015
Si 63.851 15.073 19.095 0.003 -0.025 -0.021
Si -0.048 16.455 20.407 0.008 0.006 0.05
Si 2.757 2.764 20.414 0.03 0.011 0.03
Si 0.102 5.453 20.685 0.014 -0.064 0.02
Si 2.757 8.311 20.272 0.008 0.004 0.052
Si -0.066 11.053 20.384 0.005 0.006 0.03
Si 2.769 13.692 20.253 -0.021 -0.004 0.04
Si 5.437 16.413 20.27 0.004 0.01 0.049
Si 8.148 2.722 20.266 -0.004 -0.022 0.055
Si 5.448 5.62 20.401 0.003 -0.021 0.032
Si 8.286 8.471 20.316 -0.051 -0.014 0.084
Si 5.528 11.058 20.311 -0.043 -0.036 0.055
Si 8.113 13.744 19.96 -0.017 0.01 0.034
Si 10.762 16.313 20.353 0.011 -0.001 0.084
Si 13.5 2.831 20.314 0.018 0.017 0.069
Si 10.84 5.685 20.233 -0.032 0.008 0.09
Si 13.541 8.18 19.892 0.01 0.015 0.035
Si 10.89 10.983 19.868 0.006 0.007 0.025
Si 13.394 13.548 20.352 0.019 0.02 0.096
Si 16.18 16.364 20.241 -0.005 -0.006 0.075
Si 18.958 2.641 20.473 -0.004 -0.031 0.045
Si 16.25 5.474 20.309 0.025 0.047 0.059
Si 18.938 8.189 20.288 -0.03 -0.019 0.086
Si 16.128 10.919 20.103 -0.015 0.015 0.062
Si 18.816 13.574 20.141 -0.014 0.001 0.038
Si 21.604 16.204 20.419 0.018 0.007 0.038
Si 24.326 2.601 20.426 0.006 0 0.043
Si 21.654 5.413 20.259 0.02 -0.003 0.057
Si 24.439 8.015 20.511 -0.017 -0.001 0.053
Si 21.672 10.774 20.284 -0.01 -0.02 0.058
Si 24.425 13.561 20.409 0.013 0.003 0.052
Si 27.179 16.296 20.666 -0.017 -0.008 0.052
Si 29.949 2.823 20.336 -0.044 -0.012 0.01
Si 27.133 5.168 20.568 0.05 0.031 0.056
Si 29.891 7.978 20.536 0.043 -0.023 0.051
Si 27.097 10.82 20.327 0.013 0.006 0.057
Si 29.956 13.518 20.443 0.022 -0.021 0.051
Si 32.608 16.308 20.396 0.025 -0.018 0.044
Si 35.39 2.659 20.373 -0.007 0.009 0.07
Si 32.849 5.347 20.509 0.016 -0.037 0.016
Si 35.498 8.119 20.527 0.019 -0.01 0.032
Si 32.644 10.755 20.14 0.027 -0.019 0.068
Si 35.327 13.527 20.418 0.005 0.002 0.072
Si 38.117 16.226 20.395 -0.011 -0.025 0.032
Si 40.978 2.605 20.741 0.015 0.011 0.046
Si 38.225 5.454 20.476 0.005 -0.005 0.064
Si 40.993 8.089 20.457 0.037 -0.038 0.025
Si 38.098 10.87 20.242 0.007 0.017 0.031
Si 40.862 13.601 20.587 -0.012 -0.001 0.01
Si 43.692 16.324 20.68 -0.024 -0.07 0.068
Si 46.388 2.737 20.425 -0.009 -0.006 0.063
Si 43.624 5.391 20.523 0 0.008 0.029
Si 46.318 8.19 20.067 0.008 0.003 0.02
Si 43.613 10.903 20.534 -0.041 0 0.054
Si 46.387 13.448 20.498 0.003 -0.017 0.06
Si 49.056 16.309 20.441 -0.005 0.019 0.056
Si 51.745 2.65 20.314 0.023 -0.019 0.057
Si 49.022 5.431 20.342 0.028 0.004 0.044
Si 51.705 8.17 20.342 0.027 -0.009 0.057
Si 49.045 10.821 20.246 0.012 -0.005 0.055
Si 51.76 13.608 20.466 -0.016 -0.015 0.052
Si 54.41 16.313 20.292 0.001 0.003 0.056
Si 56.94 2.68 20.477 -0.006 0.036 0.031
Si 54.301 5.558 20.125 -0.01 0.03 0.034
Si 57.122 8.102 20.488 -0.007 -0.004 0.054
Si 54.423 10.792 20.312 0.007 -0.017 0.059
Si 57.018 13.658 20.43 -0.005 0.052 0.049
Si 59.729 16.443 20.649 0.005 -0.013 0.061
Si 62.64 2.856 20.277 0.024 0.016 0.045
Si 59.824 5.302 20.525 0.038 0.015 0.004
Si 62.397 8.289 20.609 -0.011 0.031 0.037
Si 59.853 10.932 20.378 -0.013 -0.02 0.062
Si 62.532 13.776 20.593 -0.01 -0.011 0.034
Si 1.268 14.912 21.535 0.149 0.159 -0.725
Si 4.421 1.686 21.688 -0.152 -0.158 -0.717
Si 1.261 3.644 22 0.106 0.422 -0.626
Si 4.11 7.08 21.717 0.035 -0.088 -0.685
Si 1.58 9.901 21.53 -0.139 -0.17 -0.687
Si 3.87 12.116 21.613 0.257 0.247 -0.734
Si 6.98 15.13 21.442 -0.19 -0.096 -0.72
Si 9.134 17.394 21.679 0.243 0.245 -0.757
Si 6.62 3.926 21.53 -0.01 0.111 -0.636
Si 10.052 7.521 21.541 -0.114 -0.06 -0.768
Si 7.368 10.271 21.581 -0.111 -0.205 -0.778
Si 9.555 12.384 21.108 0.046 0.026 -0.592
Si 11.652 14.545 21.659 0.248 0.092 -0.764
Si 15.144 1.699 21.554 -0.141 -0.093 -0.793
Si 12.383 4.539 21.525 -0.147 -0.242 -0.75
Si 14.579 6.738 21.374 0.304 0.055 -0.685
Si 12.26 9.628 21.136 0.005 0.03 -0.516
Si 14.443 11.777 21.532 0.049 0.181 -0.736
Si 17.617 15.051 21.532 -0.118 -0.101 -0.684
Si 19.931 17.184 21.772 0.171 0.282 -0.72
Si 17.377 3.898 21.694 0.233 0.21 -0.718
Si 20.504 6.967 21.561 -0.211 -0.073 -0.729
Si 17.753 9.901 21.407 -0.04 -0.243 -0.77
Si 19.997 11.996 21.361 0.152 0.013 -0.714
Si 23.222 15.088 21.729 -0.171 -0.215 -0.74
Si 25.399 17.383 21.871 0.262 0.145 -0.705
Si 23.11 4.221 21.628 -0.097 -0.174 -0.681
Si 25.495 6.278 21.823 0.164 0.265 -0.622
Si 22.731 9.15 21.662 0.143 0.187 -0.769
Si 26.031 12.419 21.681 -0.175 -0.144 -0.71
Si 28.382 14.559 21.841 0.111 0.362 -0.634
Si 31.371 1.56 21.637 -0.195 -0.294 -0.617
Si 28.718 4.002 21.973 -0.09 0.054 -0.721
Si 31.732 6.99 21.715 -0.359 -0.2 -0.754
Si 28.645 9.668 21.625 -0.188 -0.406 -0.589
Si 31.09 11.74 21.518 0.203 0.46 -0.615
Si 34.271 15.242 21.642 -0.149 -0.239 -0.68
Si 36.567 17.43 21.631 0.234 0.151 -0.671
Si 33.832 3.574 21.86 0.262 0.462 -0.589
Si 37.235 7.102 21.839 -0.395 -0.335 -0.66
Si 33.794 9.355 21.574 0.329 0.053 -0.694
Si 36.886 12.28 21.658 -0.251 -0.191 -0.683
Si 39.05 14.57 21.758 0.389 0.225 -0.717
Si 42.318 1.187 22.252 0.106 0.178 -0.797
Si 39.796 4.346 21.82 -0.043 -0.216 -0.728
Si 42.077 6.502 21.907 0.142 0.229 -0.7
Si 39.383 9.407 21.47 0.174 0.09 -0.656
Si 42.497 12.524 21.916 -0.134 -0.213 -0.708
Si 44.861 14.597 21.825 0.057 0.209 -0.736
Si 47.92 1.565 21.761 -0.144 -0.155 -0.763
Si 45.398 4.406 21.732 -0.304 -0.185 -0.701
Si 47.446 6.757 21.457 0.305 -0.012 -0.735
Si 45.306 9.638 21.551 -0.239 0.039 -0.67
Si 47.551 11.769 21.732 0.049 0.295 -0.667
Si 50.7 15.289 21.763 -0.138 -0.236 -0.682
Si 52.97 1.159 21.691 0.088 0.259 -0.698
Si 50.123 3.74 21.553 -0.01 0.144 -0.762
Si 53.256 7.004 21.623 -0.244 -0.092 -0.735
Si 50.619 9.792 21.619 -0.11 -0.231 -0.762
Si 52.916 11.918 21.66 0.06 0.263 -0.712
Si 55.82 15.195 21.767 -0.057 -0.198 -0.73
Si 57.983 1.158 21.954 0.193 0.18 -0.733
Si 55.625 4.349 21.512 -0.061 -0.312 -0.679
Si 58.074 6.288 21.703 0.19 0.291 -0.739
Si 55.459 9.23 21.725 0.258 0.083 -0.702
Si 58.631 12.478 21.589 -0.163 -0.109 -0.692
Si 60.803 14.782 21.96 0.32 0.379 -0.684
Si -1.233 1.713 21.722 -0.062 -0.212 -0.676
Si 61.574 4.267 21.793 -0.275 -0.051 -0.73
Si 63.621 6.652 21.763 0.2 0.066 -0.753
Si 60.938 9.68 22.044 0.303 -0.012 -0.658
Si -0.993 12.738 21.776 -0.292 -0.241 -0.701
Si -1.206 16.691 30.602 -0.067 -0.026 0.028
Si 6.882 17.296 26.541 0.116 0.045 0.038
Si 2.682 6.528 24.252 0.035 0.085 -0.19
Si 0.129 8.152 23.775 0.039 0.01 -0.136
Si 63.603 12.935 24.776 0.007 -0.026 -0.189
Si 7.17 9.707 24.636 -0.003 0.029 -0.053
Si 7.691 13.145 30.234 -0.027 0.023 0.179
Si 9.076 7.245 24.489 -0.123 0.056 -0.126
Si 9.998 3.291 29.373 0.114 -0.006 0.048
Si 10.801 10.303 27.725 0.058 -0.158 0.078
Si 13.032 15.172 24.398 -0.033 -0.042 -0.038
Si 5.312 13.794 23.771 0.009 -0.015 -0.121
Si 7.671 4.568 24.302 0.085 -0.025 -0.103
Si 18.438 5.996 23.518 0.086 -0.078 -0.013
Si 12.386 4.108 24.43 -0.018 -0.085 -0.153
Si 21.842 8.374 25.978 0.084 0.107 0.031
Si 9.377 12.841 27.735 -0.058 0.041 0.055
Si 13.655 10.399 26.754 0.116 -0.076 0.128
Si 15.688 6.629 30.099 -0.124 -0.058 0.251
Si 25.646 11.704 24.671 0.058 -0.049 -0.065
Si 19.338 3.77 30.121 0.075 -0.008 0.207
Si 24.811 13.97 26.664 0.023 -0.138 -0.059
Si 21.709 13.239 23.683 0.039 -0.037 -0.111
Si 15.692 13.632 23.656 0.017 -0.076 -0.186
Si 25.514 2.621 24.638 -0.041 0.134 0.013
Si 23.452 6.072 25.881 -0.015 -0.001 -0.048
Si 22.482 3.573 24.541 0.052 -0.022 -0.063
Si 28.269 10.103 24.597 0.048 -0.025 -0.135
Si 23.975 17.342 28.99 -0.056 -0.037 0.087
Si 22.743 16.184 26.526 -0.02 0.002 0.079
Si 32.254 11.765 27.071 -0.04 0.152 -0.054
Si 29.381 1.798 23.93 0.162 0.092 -0.19
Si 30.32 5.871 24.05 -0.057 -0.165 -0.064
Si 29.059 1.943 30.741 0.001 0.021 0.155
Si 37.141 7.926 24.569 0.017 -0.072 0.036
Si 31.066 11.694 24.46 -0.076 -0.083 -0.063
Si 28.982 15.416 24.781 0.109 -0.056 -0.065
Si 43.354 17.411 27.788 0.033 -0.032 0.002
Si 36.014 7.858 27.388 0.006 0.03 -0.102
Si 33.947 2.537 24.646 0.03 -0.004 -0.086
Si 33.657 10.092 31.337 -0.017 -0.021 0.08
Si 39.231 16.144 26.646 -0.147 -0.108 -0.058
Si 41.252 10.518 23.66 -0.064 0.077 0.022
Si 47.274 1.807 31.105 -0.15 -0.041 0.11
Si 38.235 2.63 26.844 0.02 -0.031 -0.01
Si 48.904 12.16 24.603 0.036 -0.164 -0.018
Si 36.499 14.656 25.979 0.012 -0.007 0.062
Si 45.35 13.606 28.203 -0.029 0 0.15
Si 42.763 14.645 28.978 0.061 0.102 -0.002
Si 54.489 12.67 26.74 -0.025 0.021 0.11
Si 50.958 14.184 24.493 -0.011 -0.085 -0.044
Si 45.052 5.879 26.937 -0.038 -0.019 -0.085
Si 52.531 4.948 28.386 0.146 0.06 -0.063
Si 53.988 13.686 23.893 -0.028 -0.036 -0.115
Si 47.655 4.451 26.675 0.006 -0.018 -0.07
Si 54.512 2.87 23.813 -0.009 -0.061 -0.028
Si 51.298 1.573 28.386 -0.017 -0.058 -0.009
Si 53.62 2.672 26.712 0.149 -0.017 0.041
Si 49.19 7.983 23.6 0.054 0.113 -0.119
Si 56.297 17.151 26.771 -0.228 -0.032 -0.084
Si 51.339 5.653 23.579 0.076 0.148 -0.096
Si 55.506 4.164 30.867 -0.024 0.038 0.04
Si 62.019 2.143 23.947 0.046 -0.034 -0.23
Si 61.213 11.122 24.821 -0.102 -0.053 -0.13
Si 56.512 9.678 24.604 -0.016 0.013 -0.103
Si 57.844 14.805 25.916 0.001 0.005 0.017
Si 60.615 15.931 24.902 -0.002 -0.131 -0.137
Si 59.751 2.905 29.235 0.094 0.046 -0.068
Si 0.763 3.622 27.351 0.101 0.198 -0.109
Si -1.318 10.417 28.532 0.011 0.044 0.128
Si 2.635 3.733 24.953 0.032 -0.027 -0.239
Si 2.047 15.656 26.503 -0.026 -0.06 -0.021
Si 4.623 11.356 27.689 -0.058 -0.047 0.057
Si 5.413 3.652 26.062 -0.031 -0.095 0.095
Si 2.614 7.043 30.364 0.084 -0.114 0.073
Si 6.118 10.533 31.142 0.039 0.009 0.036
Si 0.595 14.449 30.374 0.022 -0.021 0.084
Si 2.809 10.751 25.328 -0.134 -0.076 -0.038
Si 4.535 8.731 24.181 0.105 -0.081 -0.15
Si 5.983 5.75 28.237 -0.06 0.002 0
Si 6.925 12.437 26.16 -0.032 -0.056 -0.133
Si 10.823 7.355 26.902 -0.071 0.118 0.035
Si 9.066 1.82 24.697 -0.048 -0.039 -0.162
Si 3.16 16.101 23.795 0.072 -0.012 -0.184
Si 8.954 5.974 28.801 -0.049 0.061 0.073
Si 16.371 8.119 23.278 -0.121 0.003 -0.096
Si 18.552 6.598 29.105 -0.007 -0.069 0.009
Si 19.567 8.474 31.115 -0.069 0.036 -0.043
Si 11.041 2.611 26.603 0.061 -0.17 0.024
Si 13.382 6.018 26.374 -0.043 -0.099 -0.027
Si 14.218 1.522 24.424 -0.037 -0.026 -0.119
Si 19.003 7.513 26.079 0.056 0.067 -0.025
Si 18.312 10.573 26.622 0.085 0.027 0.022
Si 23.111 10.521 24.438 -0.123 -0.075 -0.016
Si 13.857 12.035 31.319 -0.181 0.028 0.116
Si 22.792 15.566 31.302 0.115 0.058 0.035
Si 22.854 7.271 28.433 0.052 -0.028 -0.044
Si 28.551 7.383 25.828 -0.114 -0.01 -0.06
Si 15.824 12.299 26.328 -0.009 -0.018 -0.015
Si 23.853 9.82 29.211 0.125 -0.072 0.005
Si 18.131 17.538 28.639 0.016 0.048 0.055
Si 18.322 13.336 30.718 0.096 0.105 0.059
Si 29.014 6.379 28.752 -0.106 -0.014 -0.021
Si 31.125 3.484 25.812 0.057 -0.054 -0.005
Si 33.961 15.667 24.482 -0.127 0.065 0.034
Si 26.549 1.521 27.407 -0.036 0.056 -0.009
Si 28.008 13.523 29.627 0.08 0.03 0.086
Si 30.837 13.338 30.967 0.053 0.094 0.074
Si 27.54 15.054 27.216 0.011 0.054 -0.006
Si 36.515 1.856 31.423 0.037 -0.021 -0.022
Si 26.27 5.604 24.667 0.031 -0.008 -0.217
Si 31.597 4.562 28.576 0.126 -0.033 0.017
Si 34.358 5.417 28.605 -0.03 -0.021 -0.017
Si 35.469 10.517 23.82 -0.014 0.015 -0.016
Si 37.631 12.148 26.635 0.042 0.039 -0.034
Si 40.194 16.261 23.907 0.023 -0.007 0
Si 45.036 8.856 26.463 0.098 -0.002 -0.119
Si 39.37 9.656 25.789 -0.146 -0.047 -0.083
Si 40.57 13.241 30.508 0.114 0.101 0.213
Si 35.059 10.767 26.874 -0.028 -0.119 -0.074
Si 44.121 15.383 31.491 0.043 0.027 0.123
Si 43.793 1.714 24.917 -0.123 -0.003 -0.063
Si 44.743 10.653 28.888 0.092 -0.068 0.139
Si 43.549 8.422 23.687 -0.002 -0.116 0.01
Si 42.809 4.18 28.5 0.003 -0.091 -0.014
Si 50.132 15.166 27.327 0.047 -0.037 -0.055
Si 46.303 16.292 23.996 0.058 -0.035 -0.116
Si 48.257 6.443 30.195 -0.1 -0.132 0.176
Si 54.455 9.704 26.8 0.065 -0.037 0.081
Si 53.317 16.514 30.327 -0.075 -0.078 0.015
Si 49.694 8.894 28.871 -0.001 -0.066 -0.15
Si 52.114 7.791 27.607 -0.043 -0.15 0.004
Si 57.603 2.503 24.671 -0.047 -0.025 -0.155
Si 52.766 3.949 31.269 -0.114 -0.06 0.217
Si 52.416 13.822 28.84 -0.001 0.06 -0.006
Si 58.181 12.04 24.537 0.15 0.046 -0.058
Si 57.654 4.894 29.155 -0.058 0.088 0.041
Si 59.048 16.525 30.567 0.061 -0.014 0.184
Si 63.411 2.08 26.576 -0.016 -0.098 -0.14
Si 4.418 4.793 30.521 -0.053 -0.069 0.136
Si 60.134 6.939 26.547 -0.111 -0.003 0.037
Si 0.483 10.584 30.937 0.022 -0.025 0.057
Si 59.033 7.924 23.882 0.011 0.086 -0.081
Si 63.15 15.338 26.313 0.002 -0.05 0.043
Si 0.98 12.783 26.092 0.141 0.053 -0.045
Si 62.699 2.785 29.28 -0.072 -0.008 0.011
Si 0.284 6.608 28.415 0.005 -0.081 0.03
Si 4.954 8.608 29.115 0.032 -0.082 0.058
Si 56.923 13.516 28.39 0.03 0.016 0
Si 2.169 12.439 28.987 -0.021 -0.003 0.023
Si 3.33 1.895 31.206 0.028 0.077 0.032
Si 2.257 17.709 28.478 -0.049 -0.013 -0.015
Si 9.722 7.647 31.171 0.082 0.046 0.067
Si 0.485 9.056 26.471 0.046 -0.052 -0.016
Si 6.841 15.932 29.191 0.157 0.068 -0.069
Si 15.733 1.839 26.963 -0.109 -0.051 0.034
Si 8.485 17.64 31.145 -0.017 0.001 0.172
Si 15.327 8.133 26.1 -0.125 0.093 -0.011
Si 11.346 10.278 30.791 -0.028 -0.033 0.13
Si 15.34 9.104 28.822 -0.101 0.029 -0.082
Si 14.72 13.579 28.789 0.006 0.106 0.014
Si 12.849 2.582 30.361 -0.099 -0.07 0.119
Si 4.496 16.315 27.534 0.043 -0.057 0.01
Si 22.662 12.199 28.095 -0.139 0.009 -0.009
Si 14.564 4.261 28.404 -0.084 0.013 0.029
Si 17.881 10.602 29.683 0.064 -0.055 -0.068
Si 13.072 17.18 28.079 0.047 -0.022 0.024
Si 12.146 14.359 27.201 0.026 -0.021 -0.047
Si 16.277 15.742 30.3 -0.003 -0.1 0.103
Si 19.902 15.703 27.009 0.036 0.067 -0.126
Si 21.963 5.289 30.611 -0.002 -0.14 0.055
Si 22.485 9.229 31.758 0.16 -0.004 0.06
Si 20.869 17.521 24.813 -0.168 -0.095 0.025
Si 21.176 13.095 30.623 0.006 -0.097 0.096
Si 24.488 3.486 30.724 0.105 -0.043 0.063
Si 31.503 16.504 30.755 -0.071 -0.22 0.122
Si 27.289 3.88 29.199 -0.134 -0.018 0.104
Si 26.66 10.887 30.26 0.004 0.078 0.181
Si 20.176 12.965 26.258 -0.03 -0.011 -0.024
Si 27.542 15.769 31.434 0.107 -0.099 0.216
Si 35.884 14.476 28.931 -0.026 -0.007 0.007
Si 33.09 4.63 31.091 -0.004 -0.035 0.018
Si 34.323 17.019 29.462 0.113 0.006 0
Si 28.932 8.969 30.534 0.075 -0.014 0.017
Si 31.466 10.701 29.623 -0.113 0.022 0.081
Si 31.492 14.309 25.8 -0.003 -0.049 0.021
Si 35.311 2.631 27.399 -0.134 0.072 -0.019
Si 42.18 10.869 30.662 0.016 -0.027 0.038
Si 38.367 2.486 23.786 -0.058 -0.059 -0.079
Si 45.68 16.42 29.336 -0.05 -0.097 -0.007
Si 35.762 12.39 31.24 0.07 0.076 0.129
Si 39.727 4.944 28.38 0.006 -0.057 0.135
Si 40.761 8.115 30.669 -0.038 0.027 -0.037
Si 47.45 14.462 26.18 0.035 0.01 0.081
Si 38.566 4.148 31.241 -0.053 -0.052 0.074
Si 42.95 6.224 30.582 0.104 -0.038 0.06
Si 38.977 7.985 28.269 -0.059 -0.1 -0.027
Si 38.669 14.258 28.708 -0.031 0.026 -0.031
Si 50.549 5.624 26.378 -0.091 0.067 -0.038
Si 59.117 8.601 28.668 -0.009 -0.052 0.009
Si 45.412 4.121 24.811 0.053 0.075 -0.174
Si 45.591 7.982 30.426 -0.026 0.066 0.102
Si 49.787 10.244 31.472 0.038 -0.119 0.094
Si 48.893 3.501 29.162 -0.035 -0.025 0.032
Si 52.123 12.341 31.435 0.035 0.119 0.051
Si 56.294 7.01 30.777 0.077 -0.055 0.119
Si 48.177 9.399 26.081 -0.024 0.107 -0.025
Si 56.263 16.122 29.57 -0.003 -0.031 0.06
Si 56.201 9.604 29.437 0.088 0.009 0.062
Si 63.394 13.428 28.864 0.054 0.118 0.017
Si 57.212 12.052 30.983 0.021 0.001 0.171
Si 63.273 5.716 30.126 0.045 0.039 0.282
Si 61.507 9.22 27.298 -0.053 0.107 -0.106
Si 60.695 7.099 30.982 0.03 0.013 0.12
Si 59.002 4.204 26.679 -0.055 -0.075 -0.005
Si 61.455 14.833 30.504 0.015 0.018 0.108
Si 1.302 15.017 5.399 0.006 0.002 0.019
Si 4.02 1.411 5.334 0.009 -0.007 0.009
Si 1.335 4.172 5.383 -0.005 -0.009 0.017
Si 4.01 6.838 5.253 -0.004 0 -0.01
Si 1.276 9.551 5.274 -0.005 -0.015 -0.011
Si 4.007 12.246 5.268 0.005 -0.002 -0.004
Si 6.714 14.963 5.282 0.005 -0.005 -0.004
Si 9.457 1.389 5.267 -0.005 0.014 -0.006
Si 6.729 4.131 5.214 -0.003 -0.03 -0.002
Si 9.413 6.84 5.28 -0.02 0.02 -0.001
Si 6.734 9.543 5.242 0.013 0.008 -0.011
Si 9.433 12.253 5.316 0 0.002 0.017
Si 12.232 14.953 5.301 0.014 -0.006 0.003
Si 15.004 1.306 5.321 0.013 -0.009 0.009
Si 12.217 4.051 5.323 0.023 0 0.002
Si 14.947 6.796 5.403 0.003 -0.006 0.025
Si 12.167 9.531 5.335 -0.004 0.015 -0.007
Si 14.918 12.291 5.384 -0.017 0.012 0.009
Si 17.711 15.005 5.292 -0.008 0.007 -0.012
Si 20.407 1.371 5.364 0.007 0.027 0.003
Si 17.728 4.022 5.384 0.006 -0.005 0.014
Si 20.494 6.763 5.427 0.014 -0.009 0.006
Si 17.721 9.534 5.407 0 -0.013 0.011
Si 20.407 12.285 5.375 -0.014 0.02 -0.002
Si 23.078 14.987 5.515 -0.016 0.017 0.014
Si 25.849 1.376 5.593 -0.018 0.007 0.038
Si 23.105 4.128 5.428 -0.01 0.024 -0.001
Si 25.869 6.829 5.489 0.004 0.01 -0.007
Si 23.191 9.519 5.434 -0.01 -0.008 -0.001
Si 25.895 12.177 5.513 0.033 0.013 0.003
Si 28.627 14.925 5.59 0.039 -0.049 0.012
Si 31.362 1.392 5.602 -0.025 -0.005 0.014
Si 28.629 4.139 5.569 -0.008 -0.014 0.022
Si 31.355 6.818 5.501 -0.01 -0.003 0.023
Si 28.6 9.507 5.565 0.018 0.003 0.012
Si 31.324 12.267 5.557 -0.037 0.035 0.002
Si 34.077 15.005 5.518 -0.011 -0.031 0.012
Si 36.737 1.374 5.468 -0.022 -0.001 -0.003
Si 34.056 4.117 5.517 0 0.004 -0.013
Si 36.737 6.826 5.508 0.001 -0.011 0.002
Si 34.048 9.518 5.508 -0.013 -0.01 0.011
Si 36.789 12.226 5.484 0.006 -0.001 -0.002
Si 39.451 14.958 5.501 -0.002 -0.019 0.002
Si 42.17 1.37 5.445 -0.004 -0.016 -0.008
Si 39.465 4.078 5.43 0.01 0.001 -0.004
Si 42.168 6.784 5.442 -0.005 0.014 0.008
Si 39.473 9.522 5.457 -0.014 -0.019 0
Si 42.173 12.219 5.478 0.01 0.001 0.009
Si 44.902 14.939 5.461 0.002 0.004 0.007
Si 47.633 1.337 5.453 0.001 0.006 -0.003
Si 44.913 4.059 5.44 0.008 -0.012 0.002
Si 47.589 6.766 5.458 -0.005 0.01 0.009
Si 44.878 9.485 5.478 0.014 -0.006 0.011
Si 47.619 12.231 5.471 -0.001 -0.007 0.004
Si 50.338 14.96 5.44 -0.003 0.005 0
Si 53.035 1.354 5.469 -0.001 -0.004 0.004
Si 50.296 4.053 5.516 0.008 -0.004 0.015
Si 53.021 6.823 5.484 -0.014 0.001 0.009
Si 50.336 9.494 5.459 0.002 0.002 0.005
Si 53.052 12.231 5.469 0 0.005 0.011
Si 55.766 14.932 5.449 0.016 -0.001 -0.002
Si 58.424 1.356 5.446 -0.003 -0.007 0.007
Si 55.762 4.06 5.409 0.024 -0.007 -0.014
Si 58.433 6.797 5.438 0.005 -0.009 0.012
Si 55.739 9.498 5.446 -0.012 -0.01 -0.006
Si 58.45 12.238 5.419 -0.006 -0.001 0.004
Si 61.101 14.973 5.414 0.02 0.015 0.012
Si 63.849 1.405 5.463 0.011 0.002 0.034
Si 61.15 4.121 5.433 0.005 0.001 0.002
Si 63.865 6.861 5.381 -0.01 0.003 0.014
Si 61.172 9.523 5.392 -0.003 -0.002 0
Si 63.833 12.226 5.395 0.009 0.006 0.013
Si 2.659 16.392 6.728 -0.011 0.012 -0.005
Si 5.405 2.776 6.647 -0.003 0.007 -0.001
Si 2.697 5.517 6.713 -0.004 -0.009 0
Si 5.364 8.203 6.623 0.001 0 0.001
Si 2.642 10.907 6.649 0.002 -0.008 -0.001
Si 5.358 13.611 6.654 0.015 -0.011 -0.005
Si 8.085 16.347 6.626 -0.013 0.008 0.004
Si 10.825 2.718 6.661 0 -0.002 -0.001
Si 8.06 5.476 6.632 -0.002 0.009 -0.001
Si 10.795 8.171 6.668 0.005 -0.01 0.004
Si 8.076 10.887 6.656 0.01 0.001 0.001
Si 10.828 13.616 6.652 -0.017 0.001 -0.01
Si 13.604 16.297 6.674 0.009 -0.008 -0.005
Si 16.326 2.685 6.713 0.004 -0.002 -0.007
Si 13.552 5.431 6.702 -0.001 0.006 0.013
Si 16.332 8.164 6.731 -0.003 -0.005 0.003
Si 13.542 10.899 6.695 -0.003 -0.009 -0.005
Si 16.327 13.656 6.683 -0.009 0.002 -0.004
Si 19.041 16.333 6.72 0.005 -0.019 -0.008
Si 21.751 2.732 6.76 0.006 -0.009 0
Si 19.081 5.406 6.744 0.007 -0.005 -0.008
Si 21.825 8.149 6.786 0.004 -0.001 -0.003
Si 19.064 10.911 6.75 0.008 0.004 -0.006
Si 21.732 13.598 6.819 -0.011 0.011 0.001
Si 24.47 16.313 6.883 0.002 -0.003 0.004
Si 27.247 2.748 6.895 0.001 0.005 -0.01
Si 24.495 5.45 6.814 -0.009 0.006 -0.01
Si 27.227 8.15 6.891 -0.002 0.003 -0.001
Si 24.517 10.848 6.857 0 -0.014 -0.009
Si 27.236 13.553 6.89 0.008 -0.019 0.012
Si 29.981 16.322 6.914 0.006 -0.003 0.004
Si 32.712 2.766 6.919 -0.003 0.004 -0.001
Si 29.999 5.479 6.907 -0.002 0.007 -0.011
Si 32.699 8.162 6.883 0.017 -0.012 -0.006
Si 29.956 10.892 6.899 0.006 0.015 0.002
Si 32.715 13.622 6.879 -0.002 0 0.003
Si 35.42 16.344 6.886 0.003 0.017 -0.001
Si 38.115 2.726 6.82 -0.007 0.003 -0.006
Si 35.413 5.45 6.884 0.003 0.009 0.006
Si 38.119 8.175 6.845 -0.009 0.008 0.006
Si 35.41 10.887 6.856 0.002 -0.001 -0.005
Si 38.112 13.593 6.869 -0.002 0.016 0.001
Si 40.836 16.316 6.828 -0.006 -0.007 0.001
Si 43.539 2.714 6.808 0.011 0.011 -0.001
Si 40.817 5.428 6.814 0.006 0 -0.003
Si 43.516 8.135 6.832 -0.008 0.006 -0.002
Si 40.819 10.867 6.844 -0.004 0.014 -0.003
Si 43.541 13.582 6.825 0.003 -0.004 0.001
Si 46.26 16.305 6.811 0.01 -0.007 -0.002
Si 48.942 2.697 6.856 -0.004 0.016 0.002
Si 46.239 5.419 6.829 0 0.004 -0.004
Si 48.962 8.135 6.807 0.003 -0.009 -0.007
Si 46.251 10.859 6.816 -0.003 -0.004 -0.004
Si 48.978 13.601 6.812 -0.006 0 -0.005
Si 51.687 16.306 6.821 -0.002 0.009 -0.003
Si 54.404 2.723 6.8 -0.002 -0.004 -0.004
Si 51.679 5.432 6.83 0.001 -0.015 0
Si 54.393 8.163 6.834 0.003 -0.002 -0.004
Si 51.683 10.87 6.817 0.006 0.001 -0.01
Si 54.412 13.586 6.821 -0.005 -0.004 -0.002
Si 57.092 16.315 6.816 -0.005 -0.007 0
Si 59.811 2.727 6.781 0.002 -0.014 -0.012
Si 57.098 5.423 6.796 -0.006 0.009 -0.008
Si 59.816 8.169 6.766 -0.004 0.013 -0.004
Si 57.102 10.878 6.786 -0.002 0.001 0.001
Si 59.788 13.605 6.795 -0.009 0.011 -0.01
Si 62.482 16.336 6.774 -0.005 0.006 -0.007
Si -0.031 2.789 6.748 0.008 0.004 -0.006
Si 62.522 5.492 6.763 0.006 0.004 -0.005
Si -0.052 8.226 6.715 -0.006 0.006 -0.005
Si 62.51 10.878 6.779 0.003 -0.007 -0.005
Si -0.068 13.621 6.722 0.001 0.002 -0.008
Si 1.31 1.418 8.106 0.012 0.004 0.009
Si 4.041 4.121 8.041 0.004 0.004 0
Si 1.312 6.861 8.069 0.014 0.007 -0.006
Si 4.009 9.557 8.014 -0.001 0.002 -0.004
Si 1.305 12.262 8.06 -0.013 -0.006 -0.005
Si 4.021 14.992 8.041 0.003 0.001 -0.01
Si 6.745 1.398 8.007 0.016 0.01 -0.003
Si 9.452 4.115 7.985 0.003 -0.007 -0.01
Si 6.711 6.839 8.004 -0.006 -0.013 -0.002
Si 9.444 9.543 8.025 -0.016 0.003 -0.004
Si 6.723 12.265 8.019 -0.004 -0.004 -0.004
Si 9.458 14.995 7.993 0.025 0.002 -0.007
Si 12.211 1.363 8.001 0.009 0.012 -0.007
Si 14.945 4.076 8.037 -0.002 0.003 -0.007
Si 12.176 6.813 8.024 -0.012 -0.01 -0.003
Si 14.932 9.537 8.044 -0.004 -0.006 -0.008
Si 12.178 12.262 8.038 0.009 -0.005 -0.004
Si 14.955 14.973 8.063 0.004 0.007 0
Si 17.679 1.351 8.092 -0.01 0.01 0.003
Si 20.409 4.069 8.144 -0.011 0 -0.002
Si 17.698 6.79 8.073 0.001 0.017 0.001
Si 20.428 9.528 8.101 0.003 0.001 -0.006
Si 17.67 12.276 8.065 0.01 0.007 -0.008
Si 20.374 14.98 8.131 -0.004 -0.019 0
Si 23.102 1.386 8.173 -0.004 0.001 -0.005
Si 25.851 4.098 8.207 -0.005 -0.005 0.004
Si 23.155 6.802 8.184 0.015 0.022 0.002
Si 25.869 9.508 8.237 0.007 0.006 -0.004
Si 23.126 12.233 8.161 -0.002 -0.003 -0.013
Si 25.853 14.936 8.21 -0.022 -0.008 -0.013
Si 28.596 1.361 8.245 0.004 0.003 -0.004
Si 31.329 4.096 8.269 -0.001 0.002 0.003
Si 28.598 6.804 8.249 -0.006 0.001 0.001
Si 31.326 9.52 8.239 -0.007 -0.01 -0.011
Si 28.594 12.224 8.268 -0.009 0.003 0.011
Si 31.343 14.957 8.256 -0.004 -0.006 0.001
Si 34.061 1.375 8.255 0.011 0.009 -0.001
Si 36.775 4.074 8.22 -0.003 0.009 -0.002
Si 34.044 6.795 8.247 -0.023 -0.012 -0.004
Si 36.762 9.522 8.223 0.001 -0.003 -0.004
Si 34.055 12.242 8.235 0.007 0.012 -0.004
Si 36.759 14.954 8.235 -0.014 -0.022 0.001
Si 39.467 1.352 8.188 -0.004 0 -0.013
Si 42.182 4.072 8.178 -0.003 0.006 -0.007
Si 39.47 6.791 8.193 -0.01 0.003 -0.004
Si 42.172 9.5 8.201 -0.007 -0.012 -0.001
Si 39.476 12.232 8.218 0 0 -0.002
Si 42.187 14.949 8.189 0.01 0.004 0
Si 44.891 1.344 8.168 -0.001 -0.001 -0.003
Si 47.588 4.064 8.199 -0.015 -0.021 0.002
Si 44.884 6.782 8.189 0.003 -0.001 -0.007
Si 47.611 9.501 8.173 0.003 0.003 -0.002
Si 44.894 12.218 8.182 0.002 -0.002 -0.005
Si 47.614 14.949 8.175 0.003 0.002 0
Si 50.331 1.345 8.185 0.001 0.002 -0.005
Si 53.056 4.08 8.173 0.016 0.02 0
Si 50.314 6.785 8.181 -0.002 -0.007 -0.008
Si 53.044 9.525 8.186 0.011 0.005 0
Si 50.327 12.233 8.172 0.007 -0.004 -0.001
Si 53.048 14.947 8.173 -0.004 -0.001 -0.004
Si 55.747 1.362 8.171 -0.014 -0.008 -0.001
Si 58.469 4.085 8.157 -0.005 0 -0.004
Si 55.758 6.791 8.168 -0.009 -0.006 0.005
Si 58.474 9.528 8.141 0.012 -0.005 -0.006
Si 55.769 12.233 8.173 -0.002 0.011 0.001
Si 58.461 14.969 8.171 -0.002 -0.003 0.004
Si 61.162 1.382 8.154 -0.003 -0.012 0.013
Si 63.884 4.132 8.118 0.002 -0.014 -0.003
Si 61.177 6.834 8.144 0.013 0.001 0.002
Si 63.885 9.547 8.128 0.005 0.004 0.006
Si 61.167 12.254 8.139 0.002 0.005 0.001
Si 63.868 14.982 8.107 -0.004 -0.001 -0.002
Si -0.054 16.364 9.458 -0.001 0.01 -0.003
Si 2.677 2.787 9.438 -0.003 -0.002 0.003
Si -0.033 5.501 9.461 0 0.007 -0.005
Si 2.662 8.222 9.422 -0.009 0.001 0.001
Si -0.043 10.927 9.465 -0.004 -0.006 0.006
Si 2.654 13.643 9.415 -0.002 0.001 -0.006
Si 5.378 16.372 9.387 0.003 0.001 0.001
Si 8.103 2.763 9.362 0 -0.003 0.005
Si 5.375 5.493 9.401 0.001 -0.002 0.004
Si 8.074 8.191 9.375 0.007 0.003 0.006
Si 5.357 10.921 9.388 0.004 0.005 0.004
Si 8.088 13.644 9.363 -0.002 -0.009 -0.005
Si 10.828 16.346 9.358 0 -0.009 0
Si 13.559 2.73 9.375 0.006 -0.006 0.003
Si 10.806 5.463 9.37 0.001 0.015 0.009
Si 13.556 8.17 9.382 -0.007 0.005 0.003
Si 10.81 10.904 9.385 -0.004 0.001 0
Si 13.565 13.612 9.387 0.007 -0.006 0
Si 16.305 16.325 9.435 -0.004 -0.006 0.006
Si 19.03 2.706 9.469 0.001 -0.007 0.006
Si 16.306 5.436 9.407 0.007 -0.014 0.002
Si 19.052 8.158 9.439 0.004 -0.007 0
Si 16.299 10.899 9.402 -0.011 0.006 -0.004
Si 19.02 13.607 9.468 -0.012 0.022 0.008
Si 21.744 16.323 9.506 -0.013 0.004 0.003
Si 24.484 2.719 9.542 -0.004 -0.002 -0.002
Si 21.775 5.427 9.504 0.008 -0.005 -0.001
Si 24.506 8.14 9.57 0.014 0 0.003
Si 21.77 10.865 9.503 0.007 -0.004 -0.002
Si 24.48 13.578 9.549 0.008 -0.011 0.005
Si 27.217 16.303 9.57 0.002 -0.006 -0.006
Si 29.959 2.715 9.605 0.003 0.008 0.002
Si 27.224 5.433 9.583 0.007 0.002 0.002
Si 29.959 8.163 9.603 -0.005 0.004 -0.003
Si 27.223 10.861 9.603 0 -0.003 0.006
Si 29.963 13.595 9.603 0.005 -0.009 -0.003
Si 32.696 16.323 9.61 -0.012 -0.004 -0.004
Si 35.424 2.723 9.606 0.002 -0.008 0
Si 32.691 5.443 9.623 0.002 0.007 0.002
Si 35.407 8.158 9.592 -0.006 -0.008 -0.002
Si 32.686 10.879 9.595 0.004 0.006 -0.006
Si 35.405 13.596 9.605 0.004 0.011 0.006
Si 38.128 16.315 9.579 0 -0.007 -0.001
Si 40.831 2.708 9.548 0.003 0.005 0.001
Si 38.127 5.435 9.575 0.006 -0.009 0.002
Si 40.821 8.144 9.569 0.003 0.002 0.001
Si 38.118 10.877 9.588 -0.007 0.009 -0.001
Si 40.837 13.593 9.568 -0.003 -0.004 0.003
Si 43.542 16.309 9.545 0.007 -0.01 0.001
Si 46.233 2.699 9.546 -0.003 0.018 0.001
Si 43.53 5.425 9.553 0.005 0.006 0.004
Si 46.249 8.146 9.54 -0.003 -0.004 -0.001
Si 43.538 10.864 9.552 0.001 0 -0.002
Si 46.253 13.586 9.532 0.002 -0.005 0
Si 48.971 16.304 9.537 -0.003 0.005 -0.003
Si 51.693 2.715 9.527 0.007 -0.008 -0.002
Si 48.96 5.426 9.542 0 0.006 -0.004
Si 51.684 8.151 9.528 -0.004 -0.003 -0.01
Si 48.967 10.87 9.527 0.001 0.003 -0.002
Si 51.691 13.589 9.53 0.005 -0.004 0
Si 54.399 16.318 9.528 -0.006 0.006 0.002
Si 57.12 2.723 9.522 0 -0.003 -0.002
Si 54.411 5.436 9.535 -0.004 -0.005 0.004
Si 57.13 8.162 9.509 0 0.002 -0.008
Si 54.413 10.88 9.534 -0.002 0.002 0.001
Si 57.12 13.601 9.531 -0.006 -0.002 0.003
Si 59.821 16.337 9.522 -0.004 0.002 0
Si 62.535 2.759 9.487 0.002 0 -0.004
Si 59.831 5.46 9.506 0.01 0 -0.005
Si 62.538 8.191 9.503 0.006 0.009 0.002
Si 59.828 10.89 9.51 -0.014 0.006 -0.002
Si 62.524 13.629 9.49 0.008 -0.002 -0.004
Si 1.305 14.998 10.807 -0.002 -0.008 0.004
Si 4.029 1.41 10.779 0.001 -0.002 0.003
Si 1.32 4.138 10.82 0.011 -0.006 0.002
Si 4.009 6.847 10.773 -0.006 -0.001 0
Si 1.311 9.565 10.816 0.005 0.012 -0.003
Si 4.011 12.285 10.773 0.001 -0.009 -0.002
Si 6.737 15.014 10.743 0.01 0.004 0
Si 9.468 1.402 10.713 0.018 0.014 -0.007
Si 6.744 4.124 10.734 0.011 -0.002 -0.004
Si 9.448 6.835 10.726 -0.013 -0.005 -0.003
Si 6.715 9.555 10.741 0 -0.003 -0.002
Si 9.445 12.283 10.724 0.008 0.004 0.002
Si 12.194 14.992 10.715 0.01 -0.006 -0.006
Si 14.924 1.385 10.745 0.011 0.001 0
Si 12.187 4.106 10.716 -0.007 0.002 -0.008
Si 14.926 6.806 10.743 0.001 0.005 -0.002
Si 12.189 9.54 10.73 0.003 0.002 -0.001
Si 14.93 12.26 10.751 -0.01 0 0
Si 17.661 14.974 10.808 -0.007 -0.014 0.006
Si 20.38 1.357 10.854 -0.008 0.004 0
Si 17.658 4.085 10.789 -0.008 0.001 0.004
Si 20.402 6.8 10.826 0.006 0.006 0
Si 17.669 9.532 10.763 0.005 0.003 -0.008
Si 20.395 12.242 10.825 -0.001 -0.012 -0.014
Si 23.108 14.957 10.874 -0.003 0.008 -0.006
Si 25.84 1.346 10.907 -0.006 -0.002 0.001
Si 23.123 4.074 10.893 0.002 0.006 0.004
Si 25.859 6.783 10.94 -0.003 0.01 0.005
Si 23.125 9.51 10.884 0.007 0.001 -0.007
Si 25.84 12.224 10.926 0.003 -0.005 0
Si 28.576 14.946 10.942 0.01 0 0.003
Si 31.315 1.346 10.964 0.006 -0.006 0.002
Si 28.576 4.064 10.947 -0.014 -0.009 0.003
Si 31.31 6.792 10.965 0.003 -0.01 -0.005
Si 28.582 9.502 10.963 -0.005 0.015 0.002
Si 31.314 12.226 10.961 -0.011 0.002 0.003
Si 34.043 14.95 10.971 0.003 -0.013 0
Si 36.772 1.344 10.957 -0.003 0.008 -0.002
Si 34.051 4.069 10.967 -0.009 0.002 -0.001
Si 36.762 6.783 10.944 -0.005 0.012 -0.005
Si 34.04 9.51 10.955 -0.005 0 -0.005
Si 36.766 12.234 10.961 -0.005 0.003 0.001
Si 39.484 14.95 10.94 0.002 0.001 0.001
Si 42.184 1.344 10.916 0.001 -0.003 0
Si 39.485 4.064 10.927 -0.007 0.011 -0.005
Si 42.184 6.785 10.925 -0.008 -0.003 0.002
Si 39.472 9.505 10.943 -0.007 -0.006 -0.002
Si 42.19 12.224 10.924 0.011 -0.003 0.001
Si 44.897 14.944 10.899 0.004 0.003 -0.001
Si 47.606 1.341 10.889 -0.006 0.001 -0.006
Si 44.88 4.056 10.91 -0.002 -0.005 0
Si 47.603 6.784 10.901 0.002 -0.004 0
Si 44.896 9.505 10.911 0.004 0.004 0.001
Si 47.611 12.229 10.89 -0.002 -0.004 0.001
Si 50.332 14.946 10.89 0.001 0.002 0
Si 53.048 1.356 10.887 -0.002 0 0
Si 50.331 4.069 10.887 -0.004 0.005 0.001
Si 53.05 6.795 10.883 0.008 0.004 0.004
Si 50.33 9.513 10.881 0.01 -0.002 -0.002
Si 53.06 12.242 10.887 0.001 -0.003 0.005
Si 55.769 14.97 10.883 -0.01 0 0.001
Si 58.481 1.377 10.89 -0.001 -0.014 0.006
Si 55.779 4.085 10.891 -0.001 0 0.004
Si 58.491 6.819 10.882 -0.007 0.003 0.001
Si 55.785 9.523 10.877 -0.002 -0.004 -0.005
Si 58.487 12.248 10.884 0.006 0.006 0.004
Si 61.187 14.988 10.876 -0.003 0.003 0.004
Si 63.89 1.403 10.848 0 -0.01 0.01
Si 61.193 4.113 10.871 0.002 -0.002 0.007
Si 63.901 6.84 10.861 -0.001 -0.009 0.002
Si 61.193 9.547 10.879 0.014 -0.005 0.003
Si 63.884 12.279 10.847 0.004 0.007 0.001
Si 2.656 16.384 12.151 -0.003 -0.001 0.001
Si 5.388 2.79 12.122 0.012 0.012 -0.003
Si 2.667 5.509 12.178 -0.006 0.01 0.001
Si 5.354 8.216 12.126 -0.007 -0.01 0
Si 2.657 10.939 12.163 -0.014 0.002 -0.001
Si 5.367 13.667 12.114 -0.001 -0.002 0.002
Si 8.093 16.396 12.09 0.016 -0.004 0.001
Si 10.821 2.762 12.076 0.003 -0.008 0.003
Si 8.088 5.49 12.093 0.006 0 0.006
Si 10.822 8.183 12.083 -0.008 0.001 -0.001
Si 8.082 10.924 12.081 -0.016 0 -0.003
Si 10.811 13.657 12.064 0.007 -0.005 0
Si 13.553 16.349 12.078 -0.004 0.001 0
Si 16.28 2.728 12.124 -0.011 -0.001 0.001
Si 13.553 5.447 12.093 -0.009 -0.01 0.006
Si 16.299 8.164 12.099 0 0.009 0.004
Si 13.552 10.905 12.084 0.009 -0.007 0.001
Si 16.288 13.611 12.128 0.005 0.012 0.006
Si 19.012 16.319 12.196 -0.002 -0.003 0.004
Si 21.749 2.7 12.222 -0.002 -0.01 -0.002
Si 19.03 5.429 12.155 0.002 0.003 -0.006
Si 21.766 8.133 12.215 0.005 0.008 -0.004
Si 19.029 10.87 12.154 0.001 0.004 0.001
Si 21.741 13.591 12.216 -0.001 -0.008 0.005
Si 24.475 16.296 12.253 -0.003 -0.001 0.002
Si 27.198 2.695 12.284 0.011 -0.004 0
Si 24.486 5.413 12.275 0.013 0.002 0.002
Si 27.219 8.131 12.31 0.013 0.002 0.006
Si 24.474 10.856 12.267 -0.001 -0.009 0.002
Si 27.206 13.574 12.29 -0.017 -0.009 0.001
Si 29.932 16.302 12.307 -0.007 -0.004 -0.001
Si 32.685 2.7 12.319 0.005 0.004 -0.005
Si 29.943 5.416 12.309 0.002 0.012 -0.003
Si 32.673 8.148 12.317 -0.004 0.008 -0.002
Si 29.937 10.868 12.316 0.013 -0.003 -0.004
Si 32.674 13.583 12.323 -0.002 0.009 -0.001
Si 35.408 16.308 12.327 0.002 -0.001 0.002
Si 38.14 2.703 12.304 0.005 -0.001 -0.006
Si 35.414 5.423 12.321 -0.003 -0.004 0.001
Si 38.12 8.137 12.306 -0.011 -0.013 -0.002
Si 35.405 10.863 12.314 0.001 0.004 -0.003
Si 38.132 13.596 12.316 0.005 0.004 -0.003
Si 40.846 16.304 12.302 0 -0.005 0.001
Si 43.537 2.697 12.286 0.002 0.012 0.004
Si 40.841 5.417 12.293 0.002 0.001 -0.001
Si 43.542 8.148 12.283 0.007 -0.002 0.002
Si 40.838 10.866 12.297 -0.007 0.004 0.002
Si 43.548 13.591 12.277 0.002 -0.002 0.004
Si 46.253 16.305 12.254 0.008 -0.002 -0.002
Si 48.969 2.701 12.235 -0.002 -0.007 -0.004
Si 46.244 5.415 12.257 -0.01 -0.008 -0.005
Si 48.972 8.153 12.239 0 0.007 -0.005
Si 46.255 10.877 12.259 0.007 0.001 -0.005
Si 48.969 13.59 12.246 0.003 -0.011 0.002
Si 51.691 16.311 12.241 0.001 0.003 0.006
Si 54.42 2.713 12.236 -0.003 -0.003 -0.002
Si 51.696 5.431 12.239 0.004 0.003 0.002
Si 54.43 8.156 12.221 0.001 0.005 -0.007
Si 51.699 10.873 12.228 -0.002 -0.005 0.001
Si 54.422 13.607 12.24 0.001 0.01 0
Si 57.133 16.325 12.245 -0.009 -0.002 0
Si 59.846 2.746 12.24 -0.002 0.005 -0.003
Si 57.147 5.451 12.245 0.003 0.008 0
Si 59.848 8.183 12.25 0.003 0.003 -0.003
Si 57.14 10.884 12.247 -0.005 -0.005 -0.004
Si 59.843 13.616 12.242 -0.013 -0.006 0
Si 62.54 16.368 12.229 0.002 0.003 0.001
Si -0.04 2.785 12.202 0 0.001 -0.007
Si 62.548 5.483 12.234 0.009 -0.001 -0.004
Si -0.03 8.216 12.216 0.009 0.012 0.004
Si 62.547 10.921 12.237 0.002 0.015 -0.001
Si -0.051 13.653 12.202 -0.012 -0.009 -0.001
Si 1.314 1.421 13.55 -0.005 0.001 0.006
Si 4.043 4.147 13.51 0.013 -0.015 -0.007
Si 1.322 6.858 13.58 0.006 -0.013 0.006
Si 3.998 9.566 13.514 -0.002 0.012 0.001
Si 1.302 12.284 13.551 0.014 -0.005 0.002
Si 4.015 15.03 13.502 -0.003 0.001 0.008
Si 6.751 1.445 13.479 -0.002 0.007 0.002
Si 9.456 4.129 13.432 0.002 0.006 0.002
Si 6.716 6.842 13.457 0 0.002 -0.002
Si 9.454 9.558 13.421 0.01 -0.003 -0.005
Si 6.727 12.29 13.446 0.018 -0.011 0.003
Si 9.467 15.04 13.426 0.003 -0.003 0
Si 12.195 1.405 13.417 0.007 -0.003 0.002
Si 14.907 4.081 13.467 0.016 -0.004 -0.001
Si 12.183 6.812 13.44 0.004 0.008 0
Si 14.927 9.54 13.427 -0.014 0.007 0.001
Si 12.177 12.297 13.403 -0.006 0.01 -0.005
Si 14.923 15.006 13.44 0 -0.012 0.002
Si 17.63 1.382 13.509 -0.013 0.01 -0.002
Si 20.377 4.071 13.545 -0.001 0.004 0.001
Si 17.657 6.8 13.475 0.006 -0.004 0.002
Si 20.388 9.503 13.526 0.007 -0.008 -0.01
Si 17.667 12.255 13.48 0 -0.013 -0.007
Si 20.372 14.957 13.564 -0.011 0.009 0.002
Si 23.103 1.336 13.596 0.001 0.006 0.002
Si 25.835 4.046 13.648 -0.012 -0.002 0.002
Si 23.112 6.775 13.61 -0.003 0.003 0.001
Si 25.83 9.491 13.638 -0.008 0.007 0.006
Si 23.1 12.232 13.592 -0.002 0.005 -0.001
Si 25.828 14.93 13.63 0.011 -0.003 0.003
Si 28.548 1.334 13.655 -0.007 0.006 0.005
Si 31.301 4.043 13.666 0.005 -0.009 -0.002
Si 28.575 6.759 13.672 0.001 -0.007 0.01
Si 31.288 9.494 13.668 -0.008 0.016 -0.005
Si 28.553 12.211 13.672 0.007 0.003 0.003
Si 31.287 14.935 13.668 -0.004 0.001 0.008
Si 34.042 1.345 13.689 -0.007 -0.003 0.004
Si 36.783 4.053 13.67 0.006 -0.003 0.002
Si 34.036 6.778 13.668 -0.016 0.014 0.007
Si 36.764 9.496 13.67 -0.008 0.002 -0.001
Si 34.036 12.211 13.675 0.007 -0.012 0.004
Si 36.775 14.952 13.688 -0.003 -0.003 0.007
Si 39.495 1.343 13.671 -0.005 0.015 0
Si 42.19 4.053 13.661 -0.016 0.01 0.004
Si 39.484 6.771 13.657 -0.003 0.003 -0.008
Si 42.194 9.505 13.662 0.001 -0.003 0.007
Si 39.5 12.236 13.671 -0.009 -0.002 0.001
Si 42.206 14.943 13.666 0.01 -0.004 0.004
Si 44.9 1.327 13.634 -0.003 -0.007 -0.002
Si 47.599 4.037 13.599 0.008 0.011 -0.006
Si 44.897 6.77 13.629 0.014 -0.001 0.001
Si 47.622 9.515 13.601 -0.002 -0.005 0.001
Si 44.91 12.239 13.633 0.005 -0.001 0.001
Si 47.612 14.952 13.608 -0.013 0.009 0.001
Si 50.326 1.346 13.593 -0.013 0.008 0.004
Si 53.065 4.07 13.587 0.011 -0.009 0.003
Si 50.334 6.793 13.588 -0.003 0.007 0.01
Si 53.081 9.522 13.566 0.005 -0.011 -0.002
Si 50.339 12.228 13.583 0.014 0 0.007
Si 53.061 14.959 13.594 -0.003 -0.003 0.007
Si 55.782 1.366 13.602 -0.002 -0.003 0.006
Si 58.51 4.105 13.616 0.001 -0.006 0.006
Si 55.789 6.814 13.594 -0.007 0.003 0.001
Si 58.501 9.541 13.623 -0.007 0.004 0.01
Si 55.798 12.263 13.595 -0.009 0.001 0.001
Si 58.493 14.971 13.609 0.009 -0.005 0.003
Si 61.204 1.407 13.618 -0.003 -0.01 0.009
Si 63.898 4.135 13.607 -0.006 0.006 0.008
Si 61.207 6.835 13.623 0.009 -0.003 0.006
Si 63.904 9.573 13.606 -0.001 -0.01 0.004
Si 61.195 12.271 13.619 0.006 0.002 0.005
Si 63.887 15.011 13.595 0.008 0.002 0.009
Si -0.055 16.406 14.945 -0.008 -0.002 0.003
Si 2.686 2.801 14.879 -0.005 0.012 -0.006
Si -0.042 5.522 14.969 0.003 0.002 -0.004
Si 2.673 8.224 14.946 -0.007 0.009 0.011
Si -0.014 10.927 14.976 -0.003 0.013 0.006
Si 2.64 13.684 14.874 -0.002 0.003 -0.004
Si 5.371 16.426 14.836 0 0 0.005
Si 8.094 2.835 14.841 0.006 0.002 0.009
Si 5.381 5.519 14.883 -0.014 0.002 0.009
Si 8.089 8.199 14.775 -0.002 -0.003 0.002
Si 5.363 10.948 14.825 0.002 0.008 0.001
Si 8.096 13.679 14.757 -0.004 0.002 -0.005
Si 10.816 16.423 14.782 0.003 0.001 0.005
Si 13.548 2.712 14.824 -0.006 0 0.012
Si 10.823 5.448 14.805 -0.005 -0.003 0.007
Si 13.562 8.18 14.766 0.008 -0.008 0.006
Si 10.812 10.945 14.746 -0.002 0.004 0.006
Si 13.529 13.668 14.751 -0.01 -0.004 0.008
Si 16.252 16.353 14.848 0.006 0.004 0.011
Si 18.995 2.721 14.883 -0.003 -0.007 -0.003
Si 16.288 5.431 14.805 -0.013 0.002 0.003
Si 19.037 8.12 14.855 -0.005 0.006 0.008
Si 16.294 10.89 14.788 0.011 0.001 0.005
Si 18.984 13.606 14.898 0.001 -0.012 0.011
Si 21.743 16.289 14.945 0.006 0 0.004
Si 24.452 2.679 14.984 0.01 -0.005 0.006
Si 21.74 5.394 14.938 0.01 0.003 0.007
Si 24.479 8.114 14.989 0.005 -0.005 0.003
Si 21.723 10.861 14.911 -0.007 -0.016 0.005
Si 24.464 13.561 14.983 -0.003 -0.002 0.008
Si 27.177 16.286 15.004 -0.003 0.004 0.002
Si 29.914 2.686 15.017 -0.001 -0.001 0
Si 27.209 5.384 15.022 0.016 0.005 0.005
Si 29.93 8.125 15.03 0.003 0.004 0.004
Si 27.177 10.836 15.022 -0.003 -0.005 0.004
Si 29.913 13.577 15.028 0.011 0.001 0.003
Si 32.639 16.309 15.021 -0.002 -0.002 -0.004
Si 35.436 2.692 15.042 0.005 0.012 0
Si 32.671 5.4 15.012 0.004 -0.004 0
Si 35.403 8.129 15.029 0.007 -0.005 0.008
Si 32.656 10.841 15.019 -0.01 -0.001 -0.007
Si 35.406 13.572 15.023 0.001 0.002 0.001
Si 38.144 16.318 15.05 0.011 -0.003 -0.002
Si 40.857 2.685 15.047 0.009 -0.005 0.006
Si 38.16 5.391 15.033 -0.003 0.008 -0.002
Si 40.84 8.124 15.02 -0.014 -0.008 0.003
Si 38.145 10.856 15.011 0.011 -0.004 -0.004
Si 40.86 13.592 15.05 0.003 0.002 0.001
Si 43.568 16.297 15.033 -0.002 0.011 0.002
Si 46.263 2.672 14.991 0.006 0.005 0.004
Si 43.553 5.411 15.013 0.002 -0.01 -0.001
Si 46.27 8.144 14.951 -0.005 -0.001 -0.007
Si 43.556 10.889 15.004 0.002 0 0.01
Si 46.257 13.617 14.991 0.011 0.001 0.009
Si 48.97 16.31 14.96 0.008 0.001 0.007
Si 51.702 2.701 14.931 0.006 0.004 -0.002
Si 48.963 5.41 14.917 -0.007 -0.003 0.001
Si 51.725 8.162 14.911 0.008 0.008 0.001
Si 48.983 10.88 14.95 -0.005 -0.002 0.003
Si 51.699 13.588 14.933 -0.012 -0.007 -0.001
Si 54.433 16.309 14.95 -0.003 0.002 0.01
Si 57.144 2.734 14.955 0.006 -0.002 0.004
Si 54.436 5.434 14.93 0.003 0.006 -0.004
Si 57.149 8.163 14.97 -0.009 -0.008 -0.001
Si 54.434 10.894 14.919 0.001 0 0.002
Si 57.158 13.602 14.987 -0.001 -0.001 0.001
Si 59.85 16.342 14.959 -0.012 0 -0.007
Si 62.544 2.788 14.998 0.007 0.004 0.005
Si 59.874 5.456 14.996 -0.006 0.003 0.005
Si 62.544 8.227 14.985 0.008 0.015 0.001
Si 59.845 10.914 15.002 0.002 -0.004 0.005
Si 62.539 13.648 14.98 -0.002 0.003 0.003
O 2.003 15.559 22.821 -0.304 0.019 0.267
O 62.355 2.255 27.783 -0.583 -0.082 -0.003
O 4.117 3.226 30.714 0.21 -0.217 -0.378
O 61.542 15.469 26.147 -0.227 -0.126 0.6
O 3.571 8.238 29.853 -0.262 0.499 -0.014
O 4.039 3.062 25.415 0.017 -0.476 -0.12
O -0.037 2.682 22.302 -0.119 0.062 0.432
O 2.666 11.059 21.919 -0.23 0.212 0.07
O 3.927 11.425 26.255 0.359 0.163 -0.26
O 4.895 8.159 22.691 0.139 0.161 -0.148
O 4.384 17.249 31.952 0.112 -0.158 -0.216
O 10.693 13.741 27.503 -0.145 0.226 -0.091
O 6.427 14.324 22.734 0.265 -0.032 0.235
O 8.028 16.241 22.005 0.143 0.146 0.224
O 9.564 1.533 23.186 0.146 0.242 0.311
O 10.135 6.162 27.728 0.125 -0.369 -0.147
O 8.651 3.382 24.781 0.325 0.353 0.115
O 14.169 10.088 28.278 -0.123 0.141 0.322
O 8.133 5.998 24.879 -0.263 -0.081 0.192
O 4.494 12.598 23.043 0.071 -0.434 0.203
O 10.528 13.378 21.994 0.047 0.006 0.425
O 3.636 7.626 24.912 -0.01 -0.04 0.7
O 11.432 3.303 30.101 0.037 0.348 0.108
O 14.585 17.365 22.928 0.076 -0.692 0.241
O 12.418 7.178 26.949 0.47 0.38 0.167
O 11.703 4.147 22.965 -0.291 0.016 0.063
O 14.955 7.676 22.664 -0.293 0.156 0.433
O 11.232 8.615 21.954 0.118 0.037 0.571
O 12.433 14.29 25.609 -0.131 -0.49 -0.054
O 16.779 11.004 26.363 -0.27 -0.398 -0.253
O 16.857 14.337 22.788 0.26 0.151 0.118
O 19.772 16.766 25.756 -0.601 0.177 -0.18
O 18.75 16.092 22.086 -0.093 0.194 0.174
O 19.903 6.225 22.884 0.402 -0.46 0.194
O 21.591 8.06 22.093 0.151 -0.116 0.274
O 22.578 10.313 32.957 0.69 -0.266 0.129
O 16.898 9.531 22.744 -0.366 0.212 0.571
O 18.889 10.944 21.945 0.047 -0.059 0.458
O 20.614 12.808 22.606 0.085 0.408 0.022
O 22.586 14.449 23.089 0.224 0.278 0.625
O 24.31 16.207 22.211 -0.032 -0.104 0.441
O 25.747 1.757 23.295 0.071 -0.101 0.134
O 27.472 6.22 25.529 0.155 -0.213 0.449
O 20.484 17.516 23.258 0.308 0.312 0.223
O 22.309 3.639 22.926 -0.338 -0.057 0.026
O 21.34 12.392 27.212 -0.132 -0.365 -0.026
O 26.181 6.488 23.301 -0.052 0.296 0.022
O 22.672 9.863 30.31 -0.373 0.294 -0.044
O 25.423 11.859 23.075 -0.487 -0.239 0.024
O 27.193 13.478 22.128 -0.114 -0.022 0.433
O 30.332 15.452 25.717 0.302 0.405 0.441
O 26.045 14.542 27.516 -0.083 -0.1 0.615
O 30.595 17.486 23.033 0.319 -0.19 0.222
O 29.688 7.204 24.692 0.33 0.603 -0.227
O 30.776 4.971 25.297 0.043 0.27 0.265
O 31.592 6.305 23.185 0.297 -0.098 0.484
O 28.052 9.43 23.131 -0.126 -0.196 0.017
O 29.796 10.794 21.763 0.016 0.196 -0.021
O 31.752 11.699 23.006 0.473 0.112 0.201
O 36.333 9.185 23.992 -0.092 -0.094 -0.211
O 30.868 13.273 24.728 -0.48 0.172 -0.416
O 43.027 17.372 26.191 -0.32 -0.426 -0.202
O 35.455 16.308 22.044 0.078 -0.158 0.474
O 37.924 2.846 25.277 -0.198 0.268 0.101
O 32.52 2.63 22.058 -0.2 0.025 0.35
O 30.189 9.942 30.232 -0.082 0.066 0.244
O 32.686 8.261 22.037 -0.141 0.171 0.358
O 34.255 5.375 30.234 0.476 0.545 0.419
O 41.526 16.258 22.981 0.032 -0.596 -0.119
O 50.119 6.689 23.458 -0.222 -0.229 -0.019
O 47.073 15.768 25.309 0.461 0.294 0.025
O 38.928 3.829 23.097 -0.01 0.358 0.482
O 40.906 5.44 22.357 0.139 -0.136 0.239
O 49.962 9.271 23.017 -0.266 0.272 0.575
O 38.33 8.297 22.011 0.118 -0.134 -0.015
O 39.969 10.269 22.718 -0.394 0.369 0.001
O 44.381 3.092 25.514 -0.181 0.263 0.627
O 43.671 13.587 22.345 0.041 -0.106 0.315
O 40.77 10.179 25.159 0.259 -0.015 0.418
O 47.282 17.229 23.11 0.188 0.143 0.373
O 48.099 3.31 27.743 -0.367 -0.513 -0.334
O 46.411 5.644 22.029 0.083 0.082 0.301
O 52.899 6.53 28.286 0.621 0.123 0.204
O 43.017 2.572 28.378 -0.268 0.026 0.18
O 44.489 10.052 27.402 -0.351 0.252 -0.357
O 47.882 7.68 22.721 -0.382 0.237 0.128
O 39.071 13.676 30.149 -0.587 -0.088 0.435
O 50.141 14.755 23.204 -0.58 -0.097 0.148
O 51.812 16.427 22.166 0.007 0.261 0.299
O 53.786 1.638 23.036 -0.191 -0.43 0.272
O 56.463 15.699 26.006 -0.488 0.003 -0.503
O 46.841 12.607 33.006 0.038 -0.107 -0.282
O 53.674 3.978 27.717 0.21 0.298 0.243
O 56.831 5.295 22.05 0.122 0.079 0.518
O 52.338 12.57 29.859 0.035 -0.417 -0.262
O 56.79 7.683 32.185 0.238 0.04 -0.15
O 54.956 14.672 23.05 0.14 0.176 0.196
O 60.885 17.493 24.564 -0.288 0.372 0.33
O 52.945 15.079 29.696 -0.06 -0.158 0.215
O 58.614 6.539 23.212 0.251 -0.253 0.308
O 59.764 8.769 22.716 -0.121 -0.208 -0.256
O 55.916 12.605 27.509 0.175 -0.431 -0.049
O 57.775 13.56 24.886 -0.34 0.07 -0.36
O 59.739 13.559 22.099 0.042 -0.119 -0.138
O 61.043 15.156 23.534 0.266 0 0.418
O 58.465 3.777 25.201 0.33 0.31 -0.247
O 62.556 5.501 22.264 -0.079 -0.01 0.251
O -1.143 7.482 23.07 -0.404 0.199 0.213
O 1.584 11.369 30.055 0.261 -0.23 0.126
O 50.314 8.871 32.153 0.051 -0.06 -0.243
O 0.208 13.799 22.068 -0.004 0.194 0.5
O 24.555 10.603 25.163 0.145 -0.496 0.53
O 1.365 16.629 27.622 -0.796 0.139 0.22
O 13.157 2.52 31.945 0.517 -0.489 -0.007
O 0.933 9.212 22.86 0.109 -0.008 0.21
O 6.056 13.305 25.111 -0.254 0.015 0.248
O 10.379 11.083 31.849 -0.244 0.421 -0.336
O 1.877 13.945 29.519 0.392 0.368 0.007
O 1.416 12.285 27.563 0.023 -0.053 -0.055
O 45.751 15.055 23.114 0.194 -0.288 0.342
O 5.218 4.884 27.105 -0.624 0.278 0.125
O 10.93 8.695 30.89 0.285 -0.238 -0.179
O 5.527 2.833 22.115 -0.138 0.137 0.246
O 20.94 4.107 30.121 0.289 -0.253 -0.132
O 25.197 12.74 33.135 0.059 0.166 -0.482
O 16.059 8.504 27.489 0.583 -0.361 -0.182
O 8.552 11.374 21.923 0.139 -0.099 0.29
O 22.135 16.757 32.173 0.072 0.356 -0.332
O 10.42 7.234 25.354 0.587 0.056 -0.199
O 22.431 5.034 25.208 -0.422 0.272 -0.019
O 18.749 6.903 27.543 0.053 -0.335 0.045
O 16.237 2.799 22.082 -0.21 -0.114 0.333
O 13.547 5.612 21.936 -0.053 0.046 0.242
O 7.426 11.079 25.424 0.216 0.059 0.045
O 12.87 17.436 29.673 0.087 -0.53 0.195
O 13.518 2.964 24.398 0.365 0.178 0.224
O 12.071 10.604 26.777 0.02 0.134 -0.468
O 62.75 2.082 33.019 -0.183 -0.176 -0.315
O 39.676 9.014 27.234 0.419 0.093 0.094
O 18.367 6.391 25.078 -0.059 -0.231 0.445
O 18.736 3.569 31.632 -0.097 0.408 -0.092
O 18.558 9.082 26.059 0.172 0.128 -0.026
O 15.519 1.642 25.372 0.29 0.19 -0.137
O 24.241 5.276 22.182 -0.172 0.024 0.137
O 54.831 1.558 26.798 -0.011 -0.14 -0.246
O 27.12 12.195 29.427 -0.266 -0.003 -0.471
O 48.26 6.224 31.809 -0.134 0.518 -0.05
O 20.882 13.672 24.983 0.018 0.516 0.016
O 12.882 10.758 31.085 0.18 -0.241 0.162
O 21.305 5.869 31.981 -0.456 0.357 -0.18
O 16.277 13.233 25.101 0.65 0.067 0.314
O 21.489 15.436 27.243 0.014 -0.34 0.227
O 28.478 16.927 24.506 -0.482 0.011 0.182
O 7.564 16.641 27.886 0.679 0.201 0.074
O 43.462 14.402 30.422 0.224 -0.313 0.085
O 23.941 2.943 24.843 0.066 -0.27 0.373
O 1.189 7.13 29.642 -0.101 0.482 0.167
O 31.705 12.224 30.171 0.61 0.079 -0.191
O 29.867 13.74 1.067 0.184 -0.032 0.382
O 31.592 16.976 32.295 -0.082 0.472 0.124
O 50.647 15.077 25.796 -0.029 0.52 -0.008
O 25.347 13.09 25.431 -0.043 0.26 -0.141
O 29.951 2.545 25.239 -0.243 -0.069 0.248
O 27.681 16.668 27.388 0.361 0.081 0.011
O 35.319 17.863 30.409 -0.211 0.339 0.01
O 28.846 15.135 32.223 0.221 -0.162 -0.175
O 28.449 2.731 22.984 -0.564 -0.288 -0.005
O 25.968 3.858 30.156 0.287 0.24 0.227
O 63.054 12.778 32.959 0.221 -0.158 -0.508
O 37.731 15.707 26.161 -0.183 0.518 -0.13
O 9.628 11.303 27.291 -0.261 -0.43 -0.358
O 30.984 12.86 32.549 -0.272 0.227 0.173
O 29.062 7.489 29.922 0.01 -0.065 -0.008
O 4.652 5.7 31.838 -0.045 0.605 -0.341
O 51.444 5.199 25.108 0.597 -0.191 0.259
O 27.882 17.159 30.708 -0.42 0.025 -0.599
O 23.764 2.403 29.777 -0.574 0.049 -0.013
O 40.809 11.656 30.342 -0.587 -0.23 -0.305
O 47.967 17.091 32.118 0.074 -0.173 -0.172
O -1.36 5.792 31.636 0.193 0.387 -0.1
O 35.098 9.191 27.258 -0.336 -0.099 0.226
O 58.373 1.831 23.404 0.254 -0.088 0.055
O 22.284 12.515 29.626 0.326 -0.321 0.382
O 37.35 15.138 29.028 0.257 0.396 0.206
O 61.497 7.6 27.109 0.785 -0.222 0.259
O 39.248 4.754 29.918 0.009 0.394 -0.061
O 37.361 16.863 31.827 0.46 -0.254 -0.656
O 7.556 4.593 22.69 0.548 0.066 -0.162
O 41.822 12 23.328 -0.072 0.348 0.336
O 5.474 7.283 28.357 0.059 0.002 -0.548
O 50.917 11.34 31.736 -0.142 0.014 0.107
O 63.461 11.926 28.326 -0.444 0.024 -0.187
O 15.492 3.356 27.454 0.212 0.444 -0.099
O 33.789 11.528 27.522 0.281 0.343 0.598
O 53.92 11.186 26.451 -0.608 -0.017 -0.451
O 23.774 14.674 32.217 0.328 0.086 -0.039
O 27.674 4.691 32.994 -0.175 0.009 -0.284
O 36.413 11.438 27.424 0.187 0.095 0.637
O 55.276 5.781 30.987 -0.473 0.045 0.149
O 38.472 12.974 27.735 0.467 -0.095 -0.011
O 14.572 12.498 29.964 0.434 -0.149 -0.033
O 44.931 17.066 28.049 0.295 0.29 -0.263
O 48.055 13.379 25.186 -0.102 0.098 0.105
O 43.09 4.716 30.012 -0.006 -0.454 0.206
O 8.392 8.677 24.782 0.341 0.244 0.047
O 52.196 1.98 27.084 -0.15 0.019 -0.29
O 37.461 3.028 30.84 -0.301 0.185 -0.302
O 50.466 12.637 24.693 0.228 -0.362 0.042
O 27.149 11.212 24.945 0.258 0.429 0.348
O 22.666 12.022 24.085 0.164 0.23 -0.015
O 13.293 13.598 28.036 -0.068 -0.264 0.136
O 59.592 16.682 32.086 0.319 0.092 -0.196
O 61.715 6.145 30.173 -0.336 -0.111 -0.54
O 6.827 10.07 32.524 -0.137 0.449 0.125
O 21.223 2.753 25.159 -0.236 0.303 0.322
O 60.115 9.689 27.994 -0.195 0.726 -0.039
O 35.659 14.306 27.336 -0.489 -0.079 -0.102
O 37.369 8.157 28.22 -0.159 0.375 0.498
O 53.06 16.635 31.925 -0.663 0.056 -0.222
O 0.661 5.155 27.812 -0.094 0.096 -0.05
O 32.101 11.167 25.576 0.42 -0.284 -0.282
O 56.744 16.991 28.304 0.402 0.46 0.221
O 57.083 11.066 25.205 -0.009 0.332 0.529
O 14.865 6.606 26.245 0.256 -0.226 0.027
O 13.373 4.839 27.478 -0.586 -0.383 -0.114
O 57.5 16.032 30.617 -0.314 -0.09 0.109
O 58.941 7.428 27.548 -0.396 -0.235 -0.047
O 56.38 3.957 29.53 -0.063 -0.439 -0.288
O 10.272 1.488 25.727 -0.069 -0.341 0.093
O -0.671 2.969 27.134 -0.135 -0.009 0.008
O 12.221 15.882 27.704 -0.407 0.253 0.395
O 24.961 5.767 25.551 0.205 -0.33 0.367
O 7.382 16.635 30.537 -0.352 -0.155 0.123
O 6.889 11.734 30.375 0.121 -0.106 -0.305
O 17.279 1.522 27.294 0.403 -0.251 -0.544
O 63.05 1.314 22.975 0.091 -0.559 0.153
O 18.568 7.93 32.263 -0.243 -0.426 -0.201
O -0.714 16.821 32.123 0.589 -0.291 0.021
O 17.458 14.653 30.456 0.061 0.183 -0.301
O -1.431 12.359 23.29 -0.229 -0.632 0.212
O 0.505 7.622 27.188 0.023 -0.263 0.026
O 59.673 11.602 24.996 -0.101 -0.097 0.408
O 1.044 14.356 31.934 -0.125 0.16 0.023
O 37.84 5.32 32.095 -0.039 0.174 -0.425
O 55.254 9.897 28.185 0.1 0.063 -0.026
O 3.18 6.184 22.736 -0.049 -0.389 -0.073
O 29.044 7.147 27.336 0.208 0.101 0.063
O 32.238 5.69 31.952 -0.131 0.117 -0.227
O 39.488 8.41 29.738 -0.125 0.51 0.109
O 37.117 13.222 25.523 0.068 -0.143 -0.498
O 1.963 9.608 26.111 0.188 -0.331 0.096
O 42.694 11.52 32.049 -0.226 0.584 0.027
O 57.441 1.701 26.058 0.256 -0.026 0.487
O 61.301 3.35 23.127 -0.182 -0.174 0.287
O 55.956 14.622 29.07 -0.591 -0.225 0.037
O 32.121 3.899 29.987 -0.431 -0.441 0.049
O 56.321 3.72 32.162 0.431 0.013 -0.177
O 1.847 12.002 24.948 0.172 0.246 -0.562
O 4.25 14.957 24.092 0.161 -0.191 0.141
O 15.571 6.127 31.636 -0.083 -0.122 -0.177
O 48.442 12.037 23.064 0.344 0.137 -0.103
O 60.733 4.186 32.979 -0.129 -0.163 -0.512
O 61.947 13.626 29.556 -0.245 -0.63 -0.174
O 42.727 6.202 32.173 -0.108 0.13 -0.082
O 36.863 2.258 27.604 0.056 -0.134 0.497
O 15.413 5.444 29.061 0.402 -0.141 -0.314
O 46.078 2.556 31.932 -0.133 0.083 -0.464
O 38.904 15.256 32.987 -0.109 -0.102 -0.292
O 59.659 3.033 27.605 0.253 -0.265 -0.162
O 12.423 2.087 27.239 0.261 0.344 -0.324
O 7.817 17.239 25.226 -0.029 -0.487 -0.336
O 38.749 9.913 32.878 0.018 0.034 -0.467
O 28.485 14.221 28.242 0.232 -0.084 -0.088
O 56.945 16.255 22.33 -0.023 0.043 0.437
O 10.3 6.34 31.918 0.253 -0.278 -0.649
O 19.194 16.377 28.288 0.188 -0.262 0.381
O 42.984 16.002 32.407 -0.065 -0.262 -0.1
O 54.368 8.081 22.131 -0.047 -0.022 0.468
O 43.767 13.91 27.934 -0.215 -0.13 -0.608
O 15.861 13.122 27.724 0.574 0.063 0.159
O -0.687 13.529 29.964 -0.216 -0.194 0.435
O 13.007 5.523 24.884 0.054 0.558 -0.595
O 23.324 6.047 27.491 0.048 -0.58 0.229
O 50.995 4.31 22.787 0.285 -0.066 0.061
O 53.464 11.694 32.056 0.326 0.134 -0.118
O 19.249 11.687 25.901 0.012 0.03 -0.399
O 18.967 2.459 29.249 0.346 -0.112 -0.127
O 38.446 10.977 25.894 -0.136 -0.048 -0.155
O 19.724 13.214 29.921 0.11 -0.171 -0.759
O 40.327 15.896 25.472 0.353 -0.292 0.178
O 6.207 4.272 33.097 0.233 -0.006 0.031
O 21.095 12.162 31.946 -0.161 0.073 -0.12
O 17.178 7.127 29.752 0.032 0.515 -0.075
O 61.626 9.982 25.884 0.056 -0.124 -0.085
O 23.104 7.565 25.369 0.242 0.223 -0.387
O 30.318 17.434 30.164 0.23 0.23 -0.571
O 29.317 13.112 30.474 -0.188 -0.181 0.218
O 37.123 11.859 31.968 0.061 0.175 -0.086
O 61.217 2.843 29.919 -0.085 -0.103 0.348
O 27.093 14.618 30.411 -0.387 -0.172 -0.018
O 33.736 3.615 32.167 -0.389 -0.065 -0.196
O 14.006 3.431 29.651 0.435 -0.176 0.045
O 23.966 15.231 26.135 0.257 -0.023 -0.199
O 44.044 8.638 25.2 -0.032 -0.226 0.266
O 32.841 5.458 28.02 -0.234 0.302 -0.653
O 3.677 17.713 27.685 0.31 0.478 -0.164
O 37.124 1.835 22.985 -0.153 0.158 0.274
O 27.619 9.647 29.902 -0.194 -0.406 -0.507
O 36.327 11.636 23.04 0.329 0.319 0.275
O 27.708 5.412 28.87 -0.134 0.137 -0.272
O 20.516 7.598 25.534 0.144 -0.085 -0.188
O 34.191 10.165 22.919 -0.397 0.353 0.361
O 33.844 17.273 24.289 -0.109 -0.096 -0.304
O 34.256 8.725 31.944 -0.24 -0.37 -0.409
O 40.827 13.719 32.038 0.632 0.082 0.047
O 18.991 9.905 30.63 0.331 0.46 0.029
O 42.544 16.2 28.537 -0.436 0.026 -0.148
O 44.758 16.604 30.66 -0.084 0.685 0.337
O 1.138 6.959 24.177 -0.424 -0.523 -0.056
O 48.621 10.834 25.475 0.311 0.107 0.047
O -0.542 12.378 25.774 -0.107 -0.231 0.375
O 29.088 14.789 23.293 0.627 0.061 0.077
O 32.776 9.824 30.011 0.323 -0.605 -0.528
O 44.834 8.641 22.748 0.116 -0.145 0.261
O 9.656 16.862 31.942 0.187 0.009 -0.379
O 54.908 16.766 30.145 0.015 0.572 0.342
O 55.425 9.125 25.646 0.008 -0.284 -0.1
O 56.245 10.821 30.519 -0.184 0.11 0.046
O 31.313 14.872 30.682 0.092 -0.152 -0.186
O 7.901 13.68 31.766 0.304 -0.003 -0.019
O 5.254 16.122 28.944 -0.139 -0.006 0.37
O 57.779 4.859 27.542 -0.598 0.056 -0.207
O 33.638 14.872 23.101 -0.156 -0.276 0.295
O 41.822 9.318 30.794 0.1 -0.049 -0.107
O 6.341 2.504 26.758 0.391 0.091 0.578
O 3.871 17.372 23.091 0.177 0.018 0.575
O 34.405 3.508 23.405 0.652 0.262 0.092
O 55.878 9.908 23.138 -0.233 0.352 0.021
O 17.011 17.044 29.694 -0.217 0.309 0.302
O 41.574 6.876 30.018 -0.141 -0.158 -0.613
O 43.843 5.041 27.597 -0.079 -0.004 -0.125
O 45.225 14.561 32.302 0.162 0.082 -0.259
O 63.362 4.23 29.507 0.454 0.006 -0.204
O 15.576 16.289 31.665 -0.62 0.071 -0.412
O 49.033 2.692 22.195 -0.061 -0.094 0.258
O 46.957 17.298 29.739 0.455 -0.112 -0.488
O 21.976 9.868 25.393 -0.437 0.39 0.069
O -1.202 6.625 29.055 -0.107 0.244 -0.368
O -0.211 10.116 27.425 0.162 0.212 -0.053
O 58.987 4.227 29.796 0.344 0.247 0.587
O 50.946 7.18 26.643 -0.449 0.241 -0.218
O 34.859 11.089 30.99 0.127 -0.16 -0.289
O 62.675 15.893 30.525 0.044 0.027 -0.197
O 52.369 17.585 29.572 0.131 0.435 0.044
O 52.183 4.597 29.921 -0.226 0.269 -0.152
O 35.004 11.011 25.273 -0.329 0.223 0.161
O 57.737 8.654 24.465 0.066 -0.075 0.214
O 50.291 2.697 28.97 -0.067 0.03 -0.067
O 22.27 16.762 25.098 0.613 -0.004 -0.238
O 59.828 8.023 29.999 0.079 0.083 0.046
O 26.352 16.186 32.446 -0.377 0.173 -0.461
O 9.442 7.018 22.947 0.038 -0.282 0.071
O 55.001 15.165 32.856 -0.187 -0.156 -0.331
O 51.722 3.006 32.075 0.118 -0.211 -0.362
O 1.565 2.835 28.511 -0.236 0.325 0.484
O -0.192 11.543 32.027 0.064 0.196 -0.23
O 54.692 13.366 25.299 0.165 0.368 -0.024
O 23.856 13.166 27.655 0.325 0.053 0.085
O 11.602 4.415 32.915 0.087 0.044 -0.165
O 5.738 4.951 29.62 0.573 -0.453 0.39
O 3.44 15.136 27.185 0.321 -0.688 0.284
O 39.253 15.139 23.267 -0.366 -0.175 0.533
O 11.107 10.671 29.257 -0.111 0.52 0.001
O 12.054 15.143 23.116 0.059 0.226 0.278
O 46.4 10.688 22.177 0.153 -0.179 0.232
O 5.549 16.402 26.309 -0.285 -0.246 -0.365
O 59.02 1.567 29.727 -0.527 -0.156 -0.267
O 51.289 8.775 28.589 0.316 0.564 0.356
O 54.164 3.263 30.811 0.033 -0.502 -0.273
O -0.367 8.916 25.1 -0.501 0.315 0.07
O 6.033 15.352 32.774 -0.02 0.083 -0.385
O 39.734 3.471 32.126 0.057 -0.085 -0.162
O 2.842 5.296 25.232 0.163 0.229 0.408
O 46.939 3.843 25.334 0.274 -0.189 -0.347
O 53.271 5.083 32.286 0.387 -0.066 -0.284
O 20.003 1.711 32.909 -0.152 -0.124 -0.075
O 54.569 4.077 22.742 -0.485 0.291 0.276
O 15.036 11.642 32.341 0.312 -0.041 -0.304
O 30.623 7.315 33.053 -0.115 0.137 -0.586
O 32.81 16.984 29.965 -0.174 0.235 -0.067
O 37.985 13.393 22.074 -0.017 -0.139 0.365
O 0.547 4.397 32.767 0.094 0.135 -0.337
O 49.495 10.114 29.902 -0.04 0.665 -0.298
O 18.679 13.293 32.292 0.228 -0.239 -0.007
O 60.141 5.339 26.457 0.574 -0.137 -0.249
O 29.294 2.598 32.209 0.207 -0.075 0.073
O 59.09 15.699 25.388 0.067 0.063 -0.128
O 3.153 5.582 29.89 -0.463 -0.323 -0.375
O 0.064 15.923 29.951 0.328 0.262 -0.227
O 3.03 12.712 32.738 -0.007 0.015 -0.128
O 2.62 17.375 30.021 -0.359 -0.52 0.001
O 10.374 8.765 27.54 -0.144 -0.184 0.316
O 7.803 2.402 32.12 -0.164 0.164 -0.254
O 57.458 6.369 29.826 0.165 0.417 -0.304
O 46.519 5.359 27.406 0.19 -0.003 0.311
O 57.728 9.322 28.997 0.285 0.232 0.126
O 45.503 9.47 29.737 0.486 -0.044 -0.108
O 23.128 17.325 27.612 -0.384 0.484 -0.005
O 50.937 14.096 28.239 -0.428 -0.272 0.234
O 4.673 11.092 31.617 -0.427 -0.187 -0.208
O 42.46 9.534 23.287 -0.178 0.146 -0.25
O 22.109 6.589 29.666 -0.244 0.177 -0.018
O 13.074 13.322 31.936 0.062 -0.019 -0.459
O 48.538 14.862 27.32 -0.183 -0.09 0.27
O 42.825 7.018 23.285 0.065 -0.402 0.503
O 39.417 6.466 27.931 0.271 -0.039 -0.535
O 48.423 10.733 32.164 -0.397 0.018 -0.449
O 26.384 3.996 24.45 0.293 -0.123 -0.343
O -1.485 1.788 29.922 0.265 0.368 -0.29
O 46.779 7.039 29.843 -0.112 -0.082 -0.538
O 2.466 7.236 31.981 0.239 -0.249 0.19
O 32.878 15.084 25.524 0.271 0.233 0.581
O 41.276 4.549 28.136 -0.068 -0.229 -0.091
O -0.699 10.066 29.977 -0.537 -0.546 0.249
O 6.183 4.28 24.804 -0.243 0.048 -0.393
O 36.441 7.354 25.908 -0.132 -0.23 -0.153
O -1.5 16.831 26.362 0.323 -0.049 -0.262
O 11.306 3.812 25.573 -0.353 0.184 -0.074
O 45.001 5.611 25.321 -0.128 0.484 -0.494
O 13.316 10.627 21.948 0.035 0.019 0.444
O 6.066 12.042 27.482 0.035 0.312 0.213
O 16.938 9.923 32.977 0.052 0.101 -0.516
O 7.572 5.83 27.987 0.272 -0.02 -0.454
O 35.932 13.119 29.81 0.174 -0.448 -0.224
O 41.47 18.028 33.022 0.278 0.123 -0.339
O 17.212 15.231 33.252 -0.069 0.112 -0.002
O 14.652 17.181 27.703 0.194 -0.561 0.437
O 50.407 16.625 27.948 -0.247 0.136 0.167
O 45.54 12.087 28.784 0.503 0.034 0.099
O 22.641 4.249 33.339 -0.048 -0.038 -0.052
O 34.766 15.474 29.477 -0.585 -0.324 0.072
O 61.505 10.575 23.304 0.161 -0.021 -0.153
O 55.037 9.738 32.9 0.018 0.007 -0.33
O 57.686 12.73 29.584 0.627 0.123 -0.28
O 37.016 6.755 23.438 -0.005 -0.662 0.489
O 20.997 8.642 31.827 0.068 -0.363 0.127
O 46.564 9.233 26.077 -0.085 0.29 -0.17
O 6.857 9.969 23.08 -0.504 -0.182 0.16
O 58.04 14.186 27.415 0.365 -0.134 0.17
O 23.695 8.188 32 0.246 -0.006 -0.687
O 35.054 4.05 28.114 0.346 -0.031 0.09
O 2.162 2.368 32.206 -0.064 -0.36 -0.081
O 24.612 2.908 32.25 0.525 -0.325 -0.067
O 56.076 2.66 24.16 -0.082 -0.011 -0.016
O 60.017 7.597 25.085 0.216 0.075 -0.011
O 49.284 7.55 29.648 0.084 0.029 -0.078
O 35.178 6.703 28.127 -0.077 0.185 0.278
O 1.156 14.394 26.056 -0.1 0.131 -0.015
O 35.874 2.285 32.841 0.157 -0.042 0.429
O 15.144 12.305 22.905 -0.03 -0.122 0.368
O 33.421 15.337 33.071 -0.024 -0.024 -0.4
O 29.704 10.848 24.623 0.102 0.061 0.012
O 17.43 7.013 22.772 -0.138 0.083 -0.532
O 59.631 6.256 31.889 -0.174 -0.087 -0.186
O 19.285 14.204 26.839 -0.476 -0.004 0.327
O 1.136 9.383 31.786 0.057 0.062 -0.004
O 25.174 10.489 29.818 -0.263 -0.066 -0.053
O 43.314 11.027 29.538 -0.076 0.405 -0.156
O 53.218 8.681 26.866 -0.106 0.107 -0.388
O 27.884 14.658 25.685 -0.263 -0.334 -0.234
O 8.559 8.202 32.126 -0.123 0.075 0.002
O 26.765 11.154 31.855 0.204 0.111 -0.067
O 62.867 2.72 25.196 0.037 0.644 0.101
O 53.413 13.499 27.616 -0.22 0.298 0.021
O 42.893 1.983 23.58 -0.088 0.504 -0.036
O 36.085 7.142 32.875 0.188 0.068 -0.65
O 23.485 4.75 30.737 0.302 0.285 0.182
O 25.509 17.271 28.512 0.053 -0.049 0.198
O 9.011 12.881 29.326 0.313 0.025 0.141
O 3.614 10.06 24.11 -0.005 0.339 -0.479
O 63.653 14.547 24.979 0.222 0.436 -0.535
O 44.204 7.17 30.208 -0.157 0.134 -0.259
O 19.671 7.437 29.903 0.316 -0.281 -0.253
O 5.814 8.974 25.13 0.006 -0.372 0.44
O 40.241 7.835 32.169 -0.134 -0.464 -0.07
O 9.222 4.66 29.689 -0.184 0.103 0.612
O 28.752 8.878 32.142 -0.525 0.419 0.163
O 14.738 7.909 29.749 -0.701 0.111 0.039
O 63.54 14.506 27.652 0.402 0.257 -0.032
O 62.131 12.405 25.163 -0.175 0.366 0.344
O 44.223 9.811 33.109 0 -0.14 -0.207
O 58.045 11.801 22.944 -0.528 -0.093 0.004
O 8.174 13.302 26.738 0.118 0.363 0.011
O 52.533 14.321 24.187 0.139 0.52 -0.143
O 8.977 7.24 29.8 -0.589 0.394 -0.024
O 44.314 4.323 32.93 -0.128 0.153 -0.261
O 27.018 3.003 27.863 -0.023 0.117 -0.342
O 49.746 4.449 32.946 0.114 -0.261 -0.417
O 10.093 3.139 27.778 -0.235 0.193 -0.114
O 31.8 13.345 27.095 0.072 0.151 0.571
O 58.468 11.51 31.862 0.009 0.073 -0.299
O 14.091 9.141 25.834 -0.496 0.064 -0.697
O 51.702 13.721 32.175 0.45 0.437 -0.396
O 60.089 15.468 29.913 -0.097 -0.067 -0.644
O 14.322 11.73 26.128 -0.42 0.252 -0.14
O 52.668 6.337 22.992 0.201 -0.057 0.434
O 49.697 15.301 32.915 -0.206 0.065 -0.241
O 13.92 7.579 32.968 -0.273 0.022 -0.597
O 16.323 8.225 24.863 0.217 0.241 0.195
O 35.018 2.743 25.824 0.466 0.14 -0.168
O 2.436 16.519 25.179 0.019 0.576 0.24
O 52.183 7.227 33.029 0.225 0.302 -0.437
O 32.68 10.749 32.44 -0.101 -0.083 -0.058
O 46.147 13.762 26.817 -0.275 -0.231 -0.338
O 61.176 14.316 32.008 -0.46 0.106 -0.155
O 23.276 10.704 27.991 -0.258 -0.029 -0.551
O 48.769 8.251 25.116 -0.058 -0.176 0.289
O 56.475 13.164 31.922 -0.196 -0.065 -0.337
O 51.739 10.876 22.111 -0.077 -0.015 0.251
O 57.695 1.738 33.058 -0.225 -0.138 -0.515
O 14.464 14.636 23.895 -0.025 0.372 -0.005
O 25.582 6.748 33.026 -0.248 -0.171 -0.4
O 17.941 4.504 23.121 0.041 -0.167 0.471
O 11.835 9.612 33.302 0.034 0.088 -0.337
O 62.702 9.466 28.32 -0.079 -0.385 0.535
O 61.677 7.996 31.93 0.389 0.084 -0.384
O 60.297 9.927 32.892 0.032 0.16 -0.441
O 48.786 5.106 29.44 0.02 0.091 -0.034
O 51.132 4.754 27.595 -0.31 -0.501 0.213
O 24.09 8.259 28.826 0.458 -0.165 0.166
O 48.965 5.327 26.236 -0.187 0.421 -0.067
O 45.171 3.856 23.246 -0.29 -0.438 0.108
O 18.562 10.633 28.217 0.202 0.137 0.183
O 30.344 5.496 28.901 -0.048 0.021 0.259
O 39.651 15.286 27.938 0.419 0.17 0.112
O 21.846 8.246 27.598 -0.377 0.251 0.346
O 31.193 3.482 27.433 0.002 -0.601 0.347
O 41.388 13.888 29.261 -0.29 -0.072 -0.372
O 35.022 13.437 32.222 -0.202 -0.035 -0.095
O 28.087 8.923 25.691 -0.189 0.06 0.589
O 48.792 9.195 27.562 -0.225 -0.163 0.005
O 55.571 8.243 30.042 -0.472 0.016 0.057
O 45.891 8.161 32.016 0.465 -0.251 -0.149
O 45.951 14.826 29.13 0.469 -0.068 0.178
O 6.975 14.336 29.4 -0.227 0.025 -0.521
O 17.493 12.046 30.27 -0.676 -0.075 -0.17
O 9.146 2.051 29.895 -0.336 -0.06 -0.36
O 21.546 14.624 30.943 -0.534 0.124 -0.1
O 5.993 9.214 30.212 0.195 -0.219 0.15
O 38.634 8.485 24.924 0.388 -0.163 -0.107
O 25.963 1.739 25.915 0.14 -0.163 -0.144
O 31.306 10.871 28.03 -0.387 -0.226 -0.284
O 38.851 3.976 27.443 0.106 0.175 0.043
O 48.265 2.933 30.542 0.056 0.413 0.115
O 35.465 15.296 24.939 0.155 0.39 -0.117
O 11.521 15.248 32.849 0.16 -0.136 -0.314
O 3.747 12.163 28.786 0.232 0.259 0.289
O 34.401 17.755 28.02 -0.375 -0.003 -0.52
O 32.516 3.014 25.192 -0.142 -0.063 0.124
O 29.315 5.146 22.991 -0.211 0.247 0.003
O 4.722 9.797 28.065 -0.277 -0.239 -0.177
O 23.564 16.134 29.999 0.215 -0.29 -0.27
O 23.298 9.713 23.064 0.398 -0.242 -0.025
O 44.963 7.45 27.268 0.051 0.034 0.814
O 39.582 1.424 23.776 0.356 0.163 0.025
O 16.452 9.87 29.673 -0.17 0.023 0.186
O 1.474 3.282 25.948 -0.369 -0.249 -0.144
O 13.21 16.687 24.95 -0.461 0.075 0.358
O 18.631 5.02 29.391 -0.088 -0.227 -0.483
O 2.114 3.596 23.414 0.35 -0.119 -0.018
O 53.73 12.36 23.003 0.386 -0.417 0.317
O 28.601 3.193 29.849 0.491 0.134 -0.154
O 45.016 17.117 24.456 0.012 -0.117 -0.08
O 53.687 3.182 25.168 -0.189 0.316 0.04
O 39.255 17.713 27.023 0.254 0.284 0.397
O 15.128 15.028 29.401 -0.161 0.338 -0.308

Results
total energy: -406613.996 eV
total energy less fixed offsets of O -438.35, Si -107.03 eV per atom: -1.196 eV
